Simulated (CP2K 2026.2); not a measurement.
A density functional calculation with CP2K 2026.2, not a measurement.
Periodic cell of 3024 atoms, Si2160O864, from a study of silicon, its oxide and their interface. The atomic structure is a simulated model.
Doubt: the forces sum to 4.16 eV/angstrom along one axis rather than to zero, so they err by at least 0.0014 eV/angstrom per atom on average; the grid cutoff is modest.

Settings
functional: PBE
method: Gaussian and plane waves
basis set: DZVP-MOLOPT-SR-GTH
pseudopotentials: GTH-PBE
grid cutoff: 300 Ry, relative cutoff 40 Ry
k points: Gamma only
occupations: fixed
spin: none
net charge: 0

Cell vectors (angstrom)
a	97.92	0	0
b	0	16.32	0
c	-5.4724	-5.2143	33.3108

Atoms: element, x, y, z (angstrom)
Si	-15.162	-1.104	-0.194
Si	-11.739	1.092	-0.05
Si	-14.977	4.001	-0.343
Si	-12.293	6.94	-0.004
Si	-14.55	9.151	-0.262
Si	-11.726	-4.422	0.007
Si	-9.537	-1.204	-0.004
Si	-6.86	1.618	-0.072
Si	-9.07	3.85	-0.099
Si	-6.284	6.558	0.029
Si	-9.584	9.615	-0.013
Si	-6.345	-4.5	0.001
Si	-3.71	-1.523	0.122
Si	-0.905	1.217	0.177
Si	-4.029	4.402	0.041
Si	-0.868	6.655	0.114
Si	-3.997	-6.634	0.014
Si	-1.409	-3.645	0.068
Si	-13.481	-0.026	1.084
Si	-10.665	2.717	1.239
Si	-13.583	5.341	1.09
Si	-10.759	8.104	1.316
Si	-13.481	10.799	1.097
Si	-10.645	-2.809	1.306
Si	-7.964	0.004	1.255
Si	-5.256	2.771	1.257
Si	-7.94	5.415	1.255
Si	-5.185	8.149	1.354
Si	-7.973	10.755	1.313
Si	-5.311	-2.771	1.282
Si	-2.548	0.059	1.424
Si	0.142	2.796	1.567
Si	-2.494	5.53	1.417
Si	0.225	8.327	1.382
Si	-2.482	-5.375	1.311
Si	0.08	-2.587	1.569
Si	-14.818	1.338	2.488
Si	-12.143	4.058	2.49
Si	-14.953	6.743	2.425
Si	-12.163	9.486	2.587
Si	-14.874	-4.113	2.401
Si	-12.142	-1.416	2.505
Si	-9.349	1.343	2.633
Si	-6.62	4.083	2.676
Si	-9.349	6.751	2.598
Si	-6.633	9.434	2.698
Si	-9.289	12.188	2.663
Si	-6.642	-1.373	2.628
Si	-3.948	1.427	2.693
Si	-1.254	4.141	2.849
Si	-3.854	6.861	2.776
Si	-1.18	-6.709	2.752
Si	-3.929	-4.084	2.695
Si	-1.275	-1.261	2.907
Si	0.136	0.096	4.22
Si	-13.479	2.69	3.866
Si	0.17	5.545	4.12
Si	-13.557	8.086	3.845
Si	0.144	-5.361	4.168
Si	-13.518	-2.774	3.83
Si	-10.783	-0.04	3.896
Si	-8.01	2.711	4.005
Si	-10.779	5.4	3.891
Si	-8.032	8.098	4.015
Si	-10.763	10.844	3.935
Si	-7.995	-2.724	4.012
Si	-5.307	0.01	4.014
Si	-2.63	2.76	4.144
Si	-5.279	5.461	4.055
Si	-2.539	8.245	4.129
Si	-5.299	-5.457	4.041
Si	-2.642	-2.702	4.146
Si	1.193	-1.308	16.561
Si	-12.334	1.236	16.165
Si	1.214	4.084	16.546
Si	-12.361	6.698	16.054
Si	1.208	-6.77	16.522
Si	-12.278	-4.131	16.176
Si	-9.652	-1.452	16.289
Si	-6.978	1.257	16.32
Si	-9.649	3.952	16.153
Si	-6.967	6.764	16.24
Si	-9.629	9.471	16.144
Si	-6.986	-4.11	16.282
Si	-4.249	-1.377	16.366
Si	-1.509	1.36	16.474
Si	-4.235	4.023	16.324
Si	-1.49	6.822	16.404
Si	-4.236	9.504	16.289
Si	-1.516	-4.051	16.438
Si	-13.661	-0.158	17.534
Si	-10.979	2.567	17.532
Si	-13.68	5.259	17.366
Si	-11.026	8.068	17.386
Si	-13.631	-5.503	17.493
Si	-11.004	-2.811	17.688
Si	-8.336	-0.137	17.724
Si	-5.625	2.635	17.644
Si	-8.376	5.352	17.508
Si	-5.631	8.145	17.6
Si	-8.384	10.832	17.601
Si	-5.704	-2.707	17.667
Si	-2.9	-0.046	17.772
Si	-0.17	2.705	17.892
Si	-2.908	5.434	17.651
Si	-0.157	-8.172	17.845
Si	-2.943	-5.444	17.683
Si	-0.187	-2.707	17.872
Si	1.091	1.361	19.418
Si	-12.358	3.912	18.827
Si	1.172	6.777	19.293
Si	-12.275	9.365	18.839
Si	1.093	-4.07	19.311
Si	-12.397	-1.5	19.089
Si	-9.757	1.192	19.038
Si	-7.03	4.038	18.884
Si	-9.867	6.629	18.795
Si	-7.063	9.447	18.927
Si	-9.697	-4.206	19.105
Si	-7.062	-1.507	19.205
Si	-4.343	1.254	19.069
Si	-1.587	4.144	19.077
Si	-4.313	6.763	18.949
Si	-1.605	-6.791	19.057
Si	-4.399	-4.106	18.959
Si	-1.589	-1.391	19.216
Si	-0.333	-0.089	20.754
Si	2.34	2.867	20.822
Si	-0.306	5.428	20.596
Si	2.493	8.199	20.67
Si	-0.357	-5.466	20.558
Si	2.44	-2.751	20.742
Si	-11.043	-0.169	20.558
Si	-8.392	2.662	20.219
Si	-11.173	5.305	20.287
Si	-8.464	7.936	20.053
Si	-11.02	10.657	20.417
Si	-8.351	-2.998	20.671
Si	-5.692	-0.09	20.526
Si	-3	2.746	20.275
Si	-5.705	5.428	20.253
Si	-2.996	-8.21	20.297
Si	-5.805	-5.44	20.291
Si	-3.045	-2.83	20.373
Si	1.031	-1.503	22.164
Si	3.981	1.793	22.091
Si	0.55	3.84	22.142
Si	-13.058	6.22	21.384
Si	0.766	-7.059	21.846
Si	4.118	-3.944	21.929
Si	-9.739	-1.635	21.975
Si	-6.837	1.663	21.619
Si	-9.521	4.208	21.535
Si	-7.371	6.477	21.489
Si	-9.456	9.247	21.646
Si	-6.685	-4.17	22.141
Si	-4.563	-1.775	21.768
Si	-1.666	1.594	21.758
Si	-4.596	3.874	21.536
Si	-1.5	7.076	21.733
Si	-4.316	-6.712	21.431
Si	-2.166	-4.508	21.736
Si	5.603	-2.077	-6.135
Si	-12.217	2.019	24.858
Si	8.179	-2.589	-1.918
Si	-6.799	-7.525	23.134
Si	-5.76	4.814	-6.812
Si	-8.515	0.692	-4.714
Si	-10.641	-2.679	24.65
Si	-7.772	0.059	23.888
Si	-3.645	0.827	-6.724
Si	-4.898	-0.953	24.511
Si	-6.638	-5.572	25.159
Si	0.693	2.624	-6.114
Si	1.39	-0.096	-6.175
Si	-3.063	1.375	24.517
Si	-0.212	0.822	25.849
Si	4.289	-8.079	-6.085
Si	-0.713	-3.415	24.105
Si	2.555	4.271	-4.54
Si	-4.288	4.277	24.53
Si	4.194	6.727	25.035
Si	8.089	1.478	-4.055
Si	-2.064	2.735	-5.072
Si	0.072	4.682	25.144
Si	-14.759	-6.641	25.359
Si	-1.339	7.894	-5.01
Si	1.812	-4.325	-4.186
Si	1.825	7.354	-4.485
Si	2.925	-2.391	-1.92
Si	-5.741	-0.696	-4.995
Si	-2.634	2.58	-2.042
Si	3.822	-4.825	24.892
Si	-0.021	-5.278	-2.067
Si	-2.255	6.443	24.644
Si	3.335	-7.99	-1.949
Si	2.742	-2.696	-6.533
Si	-9.879	3.975	24.553
Si	2.644	0.156	-3.532
Si	8.943	3.215	-1.811
Si	-2.017	-7.77	-2.074
Si	2.722	2.633	-1.994
Si	4.697	3.309	-6.648
Si	4.325	-6.004	-3.922
Si	7.596	-0.042	24.163
Si	5.351	0.845	-4.927
Si	-13.426	7.548	24.154
Si	-5.814	-3.888	-5.19
Si	-9.673	-4.265	-4.075
Si	-7.74	-8.04	-2.178
Si	-2.918	5.462	-6.363
Si	-14.939	2.293	26.093
Si	-4.908	0.345	-2.105
Si	-9.359	6.603	25.851
Si	-7.078	-5.204	-2.779
Si	-7.217	4.541	25.846
Si	1.24	-1.026	0.316
Si	4.525	1.377	0.224
Si	1.252	4.339	0.212
Si	4.628	6.595	0.003
Si	1.688	-6.563	0.155
Si	4.576	-4.021	0.208
Si	6.704	-0.893	0.181
Si	9.838	1.324	0.457
Si	6.982	4.522	0.292
Si	9.854	6.893	0.495
Si	6.733	9.988	0.176
Si	9.639	-3.993	0.561
Si	11.995	-0.941	0.442
Si	15.113	1.361	0.475
Si	12.085	4.673	0.364
Si	14.949	7.179	0.739
Si	12.662	-7.076	0.48
Si	15.078	-4.276	0.395
Si	2.896	0.179	1.488
Si	5.726	2.895	1.534
Si	2.947	5.539	1.347
Si	5.582	8.303	1.402
Si	2.957	-5.191	1.516
Si	5.661	-2.505	1.586
Si	8.237	0.152	1.66
Si	10.995	2.971	1.656
Si	8.298	5.706	1.77
Si	11.019	8.326	1.857
Si	8.201	-5.331	1.749
Si	10.911	-2.512	1.797
Si	13.565	0.178	1.764
Si	16.291	2.929	1.713
Si	13.657	5.598	1.831
Si	16.345	8.45	2.016
Si	13.603	-5.37	1.803
Si	16.207	-2.582	1.63
Si	1.543	1.484	2.906
Si	4.239	4.211	2.834
Si	1.585	6.926	2.745
Si	4.222	9.637	2.847
Si	1.502	-3.937	2.863
Si	4.189	-1.214	2.9
Si	6.919	1.525	3.014
Si	9.596	4.243	3.072
Si	6.866	7.06	2.987
Si	9.578	-6.649	3.111
Si	6.9	-3.887	3.043
Si	9.524	-1.186	3.11
Si	12.262	1.588	3.099
Si	14.961	4.204	3.151
Si	12.301	6.933	3.221
Si	14.917	-6.592	3.304
Si	12.253	-3.939	3.095
Si	14.899	-1.245	3.074
Si	16.305	0.139	4.384
Si	2.879	2.863	4.249
Si	16.284	5.591	4.505
Si	2.853	8.27	4.213
Si	16.302	-5.205	4.542
Si	2.825	-2.586	4.261
Si	5.514	0.142	4.314
Si	8.235	2.869	4.413
Si	5.516	5.599	4.273
Si	8.209	-8.003	4.439
Si	5.513	-5.315	4.302
Si	8.213	-2.571	4.464
Si	10.884	0.201	4.437
Si	13.613	2.864	4.515
Si	10.908	5.566	4.506
Si	13.596	8.306	4.598
Si	10.892	-5.271	4.475
Si	13.586	-2.585	4.479
Si	17.665	-1.219	16.689
Si	3.923	1.439	16.685
Si	17.69	4.26	16.707
Si	3.95	6.855	16.612
Si	17.691	-6.619	16.785
Si	3.922	-3.993	16.636
Si	6.668	-1.266	16.689
Si	9.421	1.486	16.761
Si	6.666	4.159	16.758
Si	9.403	6.887	16.736
Si	6.648	-6.707	16.656
Si	9.444	-3.943	16.703
Si	12.189	-1.212	16.791
Si	14.912	1.497	16.709
Si	12.159	4.212	16.761
Si	14.947	6.986	16.774
Si	12.178	9.647	16.76
Si	14.945	-3.922	16.755
Si	2.485	0.067	17.99
Si	5.238	2.814	18.119
Si	2.538	5.477	17.913
Si	5.288	8.216	18.006
Si	2.497	-5.381	17.925
Si	5.252	-2.608	18.031
Si	8.028	0.089	18.071
Si	10.8	2.839	18.149
Si	8.056	5.512	18.134
Si	10.756	8.271	18.079
Si	8.014	-5.31	17.973
Si	10.774	-2.574	18.117
Si	13.611	0.141	18.147
Si	16.309	2.868	18
Si	13.524	5.629	18.076
Si	16.332	-7.973	18.171
Si	13.578	-5.295	18.096
Si	16.314	-2.534	18.108
Si	17.693	1.478	19.299
Si	3.785	4.211	19.436
Si	17.774	7.037	19.536
Si	3.836	-6.749	19.274
Si	17.765	-3.8	19.459
Si	3.784	-1.302	19.383
Si	6.61	1.384	19.43
Si	9.439	4.172	19.561
Si	6.639	6.883	19.44
Si	9.313	-6.68	19.35
Si	6.677	-3.952	19.339
Si	9.395	-1.208	19.505
Si	12.223	1.491	19.487
Si	14.979	4.283	19.329
Si	12.128	6.955	19.478
Si	14.953	-6.59	19.519
Si	12.183	-3.945	19.421
Si	14.991	-1.2	19.563
Si	16.515	0.151	20.852
Si	18.999	2.926	20.58
Si	16.299	5.66	20.742
Si	19.182	8.408	20.944
Si	16.389	-5.153	20.787
Si	19.253	-2.499	20.836
Si	5.077	0.112	20.766
Si	8.03	2.695	20.8
Si	5.191	5.577	20.801
Si	7.995	8.294	20.793
Si	5.264	-5.388	20.535
Si	7.917	-2.553	20.82
Si	10.886	0.109	20.871
Si	13.652	2.924	20.701
Si	10.835	5.555	20.954
Si	13.46	-7.907	20.822
Si	10.68	-5.295	20.638
Si	13.517	-2.585	20.845
Si	18.38	-0.732	22.173
Si	20.471	1.529	21.692
Si	17.425	4.01	21.959
Si	4.101	7.26	22.138
Si	17.983	-6.21	22.141
Si	20.367	-4.135	22.184
Si	6.142	-1.518	22.044
Si	9.443	1.355	22.2
Si	6.367	3.88	21.928
Si	9.616	7.232	22.136
Si	6.363	-6.821	22.012
Si	9.524	-3.785	22.001
Si	11.86	-1.6	22.241
Si	15.25	1.779	21.96
Si	12.646	4.478	22.146
Si	14.692	6.84	22.019
Si	11.762	-6.769	22.073
Si	15.038	-3.786	22.144
Si	16.616	-8.083	24.036
Si	6.587	4.874	24.746
Si	22.803	-1.711	-2.391
Si	16.313	6.774	-6.519
Si	9.423	5.432	-6.552
Si	9.696	2.39	-6.401
Si	10.967	3.288	24.276
Si	18.702	5.118	-6.281
Si	12.484	1.255	-6.446
Si	13.843	3.342	-4.621
Si	7.906	-5.196	24.294
Si	17.847	-1.247	-2.749
Si	19.293	0.877	-4.153
Si	15.046	0.759	24.769
Si	19.224	-5.901	-6.437
Si	13.134	-5.072	24.29
Si	16.59	-1.939	24.194
Si	11.988	-2.219	25.185
Si	16.341	-2.314	-5.199
Si	19.172	7.053	24.651
Si	23.371	-8.018	-4.853
Si	10.639	-1.828	-6.796
Si	18.93	-1.256	-6.384
Si	1.054	-5.961	24.74
Si	6.293	2.105	25.78
Si	18.837	8.16	-1.663
Si	20.069	-5.977	-3.444
Si	9.243	5.871	24.831
Si	13.52	-4.058	-2.394
Si	13.89	1.555	-2.342
Si	26.952	-0.258	-5.047
Si	9.503	-0.957	26.215
Si	14.509	-6.453	-4.074
Si	15.864	3.201	26.301
Si	11.957	3.599	-2.395
Si	13.589	-1.436	-6.521
Si	12.392	7.904	-4.684
Si	26.684	1.7	-2.751
Si	16.663	6.027	-1.715
Si	20.37	3.585	-4.444
Si	20.988	-3.515	-6.505
Si	20.106	-3.193	-2.219
Si	22.679	2.468	-6.36
Si	22.426	0.749	-4.026
Si	9.222	7.736	-4.65
Si	8.033	-6.141	-6.218
Si	6.779	-4.137	-4.223
Si	8.776	-7.521	-1.863
Si	10.054	-0.958	-3.81
Si	2.228	0.551	24.277
Si	12.883	-1.228	-2.509
Si	16.333	-5.082	-6.108
Si	11.158	-5.651	-1.5
Si	14.896	7.128	-3.789
Si	17.275	-0.959	0.302
Si	20.137	1.933	0.278
Si	17.789	4.053	0.281
Si	20.556	6.779	0.525
Si	17.373	-6.389	0.523
Si	20.588	-4.08	0.563
Si	23.242	-1.474	0.502
Si	25.961	1.32	0.164
Si	22.637	4.437	0.388
Si	25.819	6.596	0.197
Si	22.664	9.906	0.383
Si	25.509	-3.703	0.602
Si	27.936	-1.206	0.277
Si	31.242	1.223	0.186
Si	28.19	4.513	0.134
Si	30.95	7.321	0.378
Si	28.56	-6.984	0.376
Si	31.422	-4.233	0.444
Si	19.036	0.146	1.461
Si	21.558	2.946	1.816
Si	18.91	5.605	1.699
Si	21.662	8.348	1.815
Si	18.969	-5.245	1.778
Si	21.743	-2.592	1.887
Si	24.34	0.266	1.583
Si	27.097	2.893	1.494
Si	24.345	5.486	1.614
Si	26.981	8.159	1.607
Si	24.319	-5.365	1.684
Si	27.012	-2.572	1.91
Si	29.705	-0.038	1.425
Si	32.414	2.779	1.514
Si	29.783	5.596	1.493
Si	32.495	8.349	1.749
Si	29.731	-5.354	1.626
Si	32.53	-2.602	1.647
Si	17.686	1.483	2.976
Si	20.229	4.287	3.158
Si	17.668	6.948	3.175
Si	20.273	9.667	3.155
Si	17.598	-3.86	3.081
Si	20.293	-1.165	3.013
Si	22.979	1.53	3.019
Si	25.71	4.135	2.96
Si	23.081	6.932	3.04
Si	25.707	-6.739	2.985
Si	23.078	-3.995	3.169
Si	25.649	-1.102	3.085
Si	28.446	1.447	2.828
Si	31.104	4.179	2.857
Si	28.413	6.862	2.96
Si	31.094	-6.656	3.064
Si	28.451	-3.992	3.046
Si	31.075	-1.288	2.909
Si	32.524	0.08	4.179
Si	18.94	2.839	4.461
Si	32.511	5.494	4.222
Si	18.995	8.294	4.545
Si	32.539	-5.31	4.317
Si	18.967	-2.519	4.429
Si	21.658	0.153	4.398
Si	24.372	2.835	4.383
Si	21.684	5.618	4.433
Si	24.406	-8.055	4.424
Si	21.671	-5.316	4.491
Si	24.395	-2.559	4.455
Si	27.108	0.194	4.343
Si	29.792	2.794	4.232
Si	27.079	5.497	4.326
Si	29.764	8.227	4.345
Si	27.077	-5.37	4.35
Si	29.814	-2.626	4.359
Si	34.053	-1.386	16.471
Si	20.433	1.508	16.671
Si	34.066	4.126	16.395
Si	20.426	6.976	16.687
Si	34.075	-6.808	16.442
Si	20.424	-3.977	16.662
Si	23.152	-1.263	16.587
Si	25.917	1.451	16.55
Si	23.162	4.199	16.614
Si	25.855	6.883	16.575
Si	23.147	-6.711	16.668
Si	25.901	-4.015	16.577
Si	28.593	-1.294	16.533
Si	31.308	1.369	16.429
Si	28.582	4.12	16.512
Si	31.388	6.861	16.49
Si	28.63	9.623	16.494
Si	31.332	-4.017	16.464
Si	19.091	0.108	18
Si	21.793	2.904	18.009
Si	19.041	5.672	18.055
Si	21.825	8.257	18.092
Si	19.11	-5.261	18.132
Si	21.843	-2.652	17.966
Si	24.544	0.106	17.871
Si	27.254	2.791	17.955
Si	24.565	5.489	17.989
Si	27.246	8.294	17.82
Si	24.53	-5.326	17.974
Si	27.309	-2.704	17.922
Si	29.959	0.079	17.862
Si	32.706	2.737	17.688
Si	30.03	5.447	17.77
Si	32.756	-8.115	17.885
Si	29.99	-5.335	17.851
Si	32.686	-2.725	17.869
Si	34.08	1.368	18.976
Si	20.418	4.323	19.363
Si	34.161	6.776	19.181
Si	20.524	-6.637	19.48
Si	34.07	-4.187	19.152
Si	20.52	-1.276	19.293
Si	23.259	1.525	19.237
Si	25.914	4.124	19.387
Si	23.214	6.796	19.385
Si	25.955	-6.667	19.261
Si	23.188	-3.978	19.387
Si	25.869	-1.337	19.156
Si	28.669	1.464	19.29
Si	31.374	4.026	19.108
Si	28.656	6.872	18.999
Si	31.392	-6.645	19.176
Si	28.722	-4.018	19.346
Si	31.293	-1.32	19.185
Si	32.758	0.053	20.348
Si	35.36	2.601	20.469
Si	32.785	5.336	20.415
Si	35.389	8.141	20.679
Si	32.761	-5.436	20.699
Si	35.52	-2.874	20.399
Si	21.899	0.144	20.512
Si	24.517	2.776	20.802
Si	21.805	5.534	20.861
Si	24.704	8.164	20.571
Si	21.966	-5.335	20.878
Si	24.526	-2.559	20.675
Si	27.269	-0.02	20.43
Si	30.127	2.753	20.677
Si	27.486	5.514	20.467
Si	30.006	-8.104	20.317
Si	27.292	-5.338	20.7
Si	30.116	-2.638	20.75
Si	34.191	-1.35	21.501
Si	36.338	0.898	21.79
Si	33.818	3.738	21.817
Si	20.939	7.333	22.192
Si	33.565	-7.298	22.009
Si	36.708	-4.223	21.936
Si	23.364	-0.952	21.983
Si	25.759	1.038	21.825
Si	22.692	3.702	22.116
Si	26.372	7.036	21.795
Si	23.361	-6.943	22.016
Si	26.108	-3.654	22
Si	28.373	-1.473	21.889
Si	31.716	1.451	21.908
Si	29.207	4.623	21.815
Si	31.383	6.801	21.518
Si	28.548	-7.046	21.775
Si	32.003	-3.569	21.988
Si	28.282	4.161	24.735
Si	19.519	1.994	26.177
Si	43.212	-7.145	-2.752
Si	28.653	-5.625	24.204
Si	25.221	4.315	-6.93
Si	21.967	2.794	-2.016
Si	26.464	1.886	24.517
Si	31.964	5.603	-6.274
Si	24.862	-3.343	-3.536
Si	26	6.206	24.718
Si	25.519	-5.638	24.033
Si	35.457	2.64	-2.056
Si	36.705	-1.074	-4.069
Si	35.113	5.843	-6.327
Si	38.601	-7.613	-5.676
Si	36.474	-6.421	-4.004
Si	37.201	-7.541	25.936
Si	35.361	-0.006	-6.48
Si	35.923	-7.443	-6.583
Si	35.723	5.109	23.955
Si	39.219	6.297	-4.122
Si	28.179	-2.859	-5.684
Si	40.611	-5.468	-6.438
Si	21.811	-2.385	24.392
Si	28.251	6.842	-3.684
Si	35.186	8.161	-1.718
Si	30.248	-4.015	-2.246
Si	33.844	-1.472	-2.896
Si	25.464	-2.329	-6.373
Si	29.515	2.663	-2.061
Si	35.269	-6.073	24.186
Si	31.007	2.904	-4.851
Si	25.432	-7.482	26.277
Si	32.819	6.197	-1.836
Si	32.044	-3.301	-4.416
Si	24.178	3.929	24.763
Si	33.539	1.125	-4.124
Si	38.44	1.524	-4.278
Si	27.076	-7.102	-2.311
Si	30.24	-0.428	24.058
Si	30.582	-3.516	24.531
Si	37.361	-3.755	-2.655
Si	40.374	-2.819	-5.254
Si	36.873	4.243	-4.161
Si	18.15	4.423	24.901
Si	28.644	2.114	-6.325
Si	22.798	-5.245	-4.47
Si	24.249	-7.944	-1.88
Si	31.287	7.256	-4.011
Si	27.085	4.147	-4.585
Si	27.307	-3.367	-1.796
Si	28.324	-5.804	-4.87
Si	27.721	-8.032	-6.469
Si	31.187	-6.103	-4.005
Si	33.451	-1.047	0.125
Si	36.941	1.082	-0.018
Si	33.764	4.065	0.112
Si	36.907	6.647	0.304
Si	33.619	-6.434	0.397
Si	36.89	-4.276	0.199
Si	39.145	-1.192	0.08
Si	42.109	1.182	0.085
Si	39.053	4.349	0.099
Si	42.193	6.369	0.157
Si	38.975	9.691	0.347
Si	42.066	-4.278	0.068
Si	44.434	-0.912	-0.097
Si	47.648	1.094	0.099
Si	44.469	4.207	-0.058
Si	47.716	6.45	-0.054
Si	44.192	-6.669	0.008
Si	47.246	-4.231	0.09
Si	35.223	0.037	1.278
Si	37.933	2.715	1.368
Si	35.17	5.485	1.41
Si	37.954	8.143	1.729
Si	35.249	-5.29	1.566
Si	38.016	-2.706	1.491
Si	40.649	-0.018	1.436
Si	43.346	2.706	1.364
Si	40.636	5.34	1.524
Si	43.263	8.053	1.414
Si	40.6	-5.421	1.503
Si	43.349	-2.651	1.193
Si	46.045	-0.026	1.36
Si	48.809	2.65	1.38
Si	46.076	5.358	1.242
Si	48.747	8	1.375
Si	45.915	-5.625	1.338
Si	48.807	-2.841	1.195
Si	33.899	1.404	2.757
Si	36.546	4.07	2.758
Si	33.889	6.847	2.878
Si	36.536	9.564	2.929
Si	33.93	-3.944	2.963
Si	36.555	-1.321	2.742
Si	39.314	1.395	2.766
Si	42.022	3.994	2.819
Si	39.385	6.772	2.928
Si	41.957	9.461	2.791
Si	39.33	-4.042	2.891
Si	42.036	-1.397	2.724
Si	44.736	1.361	2.724
Si	47.41	4.017	2.682
Si	44.776	6.754	2.674
Si	47.383	-6.911	2.66
Si	44.663	-4.083	2.624
Si	47.436	-1.478	2.609
Si	48.823	-0.088	3.964
Si	35.23	2.739	4.175
Si	48.785	5.352	4.067
Si	35.218	8.189	4.277
Si	48.825	-5.508	3.923
Si	35.297	-2.612	4.264
Si	37.941	0.033	4.111
Si	40.677	2.673	4.185
Si	37.942	5.401	4.164
Si	40.702	8.148	4.251
Si	37.959	-5.409	4.227
Si	40.718	-2.695	4.18
Si	43.398	-0.028	4.075
Si	46.105	2.681	4.087
Si	43.422	5.409	4.079
Si	46.099	8.087	4.085
Si	43.361	-5.446	4.055
Si	46.095	-2.798	4.009
Si	50.416	-1.347	16.168
Si	36.77	1.351	16.388
Si	50.444	4.104	16.157
Si	36.79	6.811	16.422
Si	50.405	-6.799	16.216
Si	36.797	-4.093	16.431
Si	39.532	-1.386	16.379
Si	42.203	1.36	16.322
Si	39.476	4.079	16.373
Si	42.209	6.823	16.33
Si	39.49	-6.768	16.457
Si	42.212	-4.076	16.407
Si	44.955	-1.366	16.304
Si	47.666	1.382	16.241
Si	44.951	4.094	16.292
Si	47.663	6.831	16.22
Si	44.939	9.52	16.301
Si	47.675	-4.084	16.242
Si	35.486	-0.058	17.766
Si	38.092	2.736	17.741
Si	35.451	5.432	17.775
Si	38.109	8.187	17.809
Si	35.451	-5.473	17.787
Si	38.222	-2.775	17.757
Si	40.858	0.019	17.717
Si	43.615	2.695	17.639
Si	40.87	5.447	17.678
Si	43.562	8.193	17.689
Si	40.883	-5.429	17.845
Si	43.606	-2.691	17.716
Si	46.334	0.008	17.631
Si	49.087	2.772	17.507
Si	46.299	5.521	17.607
Si	49.058	-8.177	17.588
Si	46.352	-5.465	17.622
Si	49.044	-2.675	17.54
Si	50.452	1.37	18.808
Si	36.748	4.047	19.176
Si	50.407	6.801	18.978
Si	36.747	-6.8	19.249
Si	50.443	-4.002	18.847
Si	36.883	-1.454	19.115
Si	39.403	1.326	19.053
Si	42.247	4.05	18.968
Si	39.521	6.795	19.059
Si	42.273	-6.813	19.175
Si	39.538	-4.067	19.247
Si	42.293	-1.248	19.087
Si	44.996	1.361	19.012
Si	47.795	4.222	18.843
Si	44.904	6.837	19.028
Si	47.723	-6.835	18.976
Si	45.013	-4.108	18.987
Si	47.738	-1.326	18.968
Si	49.147	0.055	20.26
Si	51.77	2.734	20.176
Si	49.017	5.523	20.428
Si	51.833	8.245	20.153
Si	49.124	-5.394	20.216
Si	51.88	-2.618	20.116
Si	38.121	-0.039	20.531
Si	40.822	2.712	20.261
Si	38.138	5.472	20.429
Si	40.888	8.093	20.491
Si	38.191	-5.501	20.629
Si	40.929	-2.57	20.481
Si	43.677	0.099	20.529
Si	46.47	2.813	20.093
Si	43.581	5.383	20.364
Si	46.283	-8.119	20.384
Si	43.694	-5.416	20.465
Si	46.385	-2.71	20.297
Si	50.838	-1.036	21.482
Si	52.967	1.267	21.541
Si	50.208	3.815	21.544
Si	37.113	7.037	21.861
Si	50.774	-6.452	21.483
Si	53.046	-4.186	21.369
Si	39.862	-0.939	21.847
Si	42.016	1.355	21.709
Si	39.639	4.174	21.638
Si	41.918	6.371	21.711
Si	39.393	-7.1	21.919
Si	42.569	-3.735	21.647
Si	44.856	-1.613	21.696
Si	47.966	1.696	21.463
Si	45.286	4.223	21.48
Si	47.294	6.62	21.752
Si	45.345	-6.487	21.81
Si	47.605	-4.256	21.569
Si	-40.364	-4.972	-6.827
Si	37.777	2.774	23.859
Si	-42.372	0.301	-4.811
Si	44.215	-6.424	24.642
Si	40.088	-0.139	-6.151
Si	40.528	2.754	-2.204
Si	-47.215	3.247	-5.026
Si	-48.77	-3.286	-6.525
Si	43.613	-4.823	-6.39
Si	41.423	-5.655	23.857
Si	40.517	-3.634	25.767
Si	-46.531	-4.275	-2.706
Si	-45.268	-0.566	-5.029
Si	-44.91	6.783	-2.747
Si	-41.661	5.422	-6.833
Si	47.228	4.228	25.964
Si	48.404	-3.932	24.572
Si	47.806	-1.65	-4.194
Si	45.667	-4.189	26.117
Si	-46.646	5.826	23.487
Si	-43.05	-7.381	-3.175
Si	43.048	0.123	-5.814
Si	-46.484	-5.155	-5.4
Si	38.345	-2.46	23.977
Si	45.506	1.824	25.6
Si	44.551	-4.667	-3.65
Si	46.752	-0.107	23.67
Si	-47.233	-1.47	-3.054
Si	46.181	2.674	-2.254
Si	47.871	4.496	-4.2
Si	-47.355	-5.879	24.393
Si	45.581	0.631	-4.566
Si	43.58	3.097	23.754
Si	-44.033	-3.329	-6.013
Si	47.101	-6.378	-4.176
Si	39.72	1.752	26.058
Si	46.074	4.262	-6.816
Si	-42.059	3.154	-4.809
Si	-43.378	7.633	-5.807
Si	-46.277	2.749	-2.181
Si	48.473	6.735	24.414
Si	48.957	-5.647	-2.025
Si	-48.288	-1.393	24.243
Si	-43.664	4.293	-2.634
Si	41.851	4.587	-4.296
Si	46.938	6.976	-3.016
Si	40.196	-3.116	-2.171
Si	40.511	8.032	-1.879
Si	-46.077	6.081	-5.165
Si	44.22	6.646	-4.216
Si	43.109	3.198	-6.675
Si	42.421	5.949	24.539
Si	45.798	-2.54	-2.011
Si	40.57	4.602	26.286
Si	49.889	-1.121	-0.041
Si	53.037	0.964	-0.089
Si	49.884	4.163	-0.026
Si	52.555	6.927	0.209
Si	50.291	-7.219	0.056
Si	53.165	-4.54	-0.209
Si	55.384	-1.136	-0.081
Si	57.926	1.41	-0.109
Si	55.847	3.762	-0.039
Si	58.652	6.519	-0.043
Si	55.407	9.482	-0.276
Si	59.061	-4.838	-0.281
Si	-36.263	-2.078	-0.323
Si	-33.758	1.036	-0.121
Si	-37.124	4.265	-0.023
Si	-34.61	7.096	-0.328
Si	-36.683	-7.017	0.236
Si	-34.038	-4.149	0.221
Si	51.517	-0.117	1.318
Si	54.221	2.591	1.192
Si	51.437	5.28	1.365
Si	54.299	8.055	1.253
Si	51.524	-5.539	1.172
Si	54.287	-2.874	1.055
Si	56.917	-0.091	1.348
Si	-38.248	2.537	1.074
Si	57.025	5.357	1.202
Si	-38.134	7.955	1.411
Si	57.152	-5.697	0.93
Si	-38.01	-3.004	0.999
Si	-35.389	-0.228	1.003
Si	-32.551	2.727	0.969
Si	-35.48	5.441	1.152
Si	-32.815	8.169	0.889
Si	-35.376	-5.563	1.463
Si	-32.667	-2.725	1.4
Si	50.23	1.305	2.682
Si	52.906	3.949	2.599
Si	50.142	6.687	2.735
Si	52.926	9.46	2.573
Si	50.209	-4.153	2.553
Si	52.926	-1.549	2.54
Si	55.577	1.291	2.655
Si	-39.531	3.936	2.525
Si	55.665	6.691	2.571
Si	-39.574	9.377	2.55
Si	55.78	-4.226	2.336
Si	-39.445	-1.55	2.363
Si	-36.779	1.185	2.333
Si	-33.998	4.028	2.332
Si	-36.739	6.647	2.698
Si	-33.949	-6.963	2.589
Si	-36.798	-4.171	2.638
Si	-34.095	-1.381	2.606
Si	-32.604	0.012	3.761
Si	51.589	2.637	4.027
Si	-32.631	5.408	3.675
Si	51.577	8.097	3.964
Si	-32.546	-5.518	3.793
Si	51.573	-2.834	3.946
Si	54.253	-0.143	3.929
Si	-40.905	2.643	3.925
Si	54.292	5.339	3.915
Si	-40.904	8.047	3.93
Si	54.37	-5.494	3.827
Si	-40.831	-2.859	3.768
Si	-38.12	-0.138	3.753
Si	-35.383	2.614	3.672
Si	-38.156	5.266	3.923
Si	-35.353	8.057	3.94
Si	-38.195	-5.556	3.897
Si	-35.416	-2.783	3.927
Si	-31.243	-1.407	15.98
Si	53.162	1.385	16.131
Si	-31.246	4.054	15.966
Si	53.11	6.803	16.161
Si	-31.261	-6.854	15.979
Si	53.14	-4.056	16.115
Si	55.857	-1.359	16.057
Si	-39.343	1.379	16.019
Si	55.848	4.078	16.087
Si	-39.349	6.782	16.075
Si	55.879	-6.809	16.115
Si	-39.322	-4.135	16.039
Si	-36.637	-1.385	15.983
Si	-33.929	1.339	15.976
Si	-36.618	4.09	16.039
Si	-33.954	6.748	15.995
Si	-36.639	9.496	16.042
Si	-33.927	-4.134	15.983
Si	51.828	0.013	17.476
Si	54.522	2.758	17.505
Si	51.77	5.459	17.569
Si	54.512	8.162	17.47
Si	51.796	-5.386	17.496
Si	54.545	-2.719	17.45
Si	57.19	0.063	17.363
Si	-37.948	2.709	17.375
Si	57.23	5.41	17.436
Si	-37.994	8.159	17.426
Si	57.27	-5.452	17.468
Si	-37.947	-2.761	17.35
Si	-35.255	-0.041	17.326
Si	-32.618	2.744	17.331
Si	-35.302	5.474	17.443
Si	-32.586	-8.249	17.35
Si	-35.231	-5.492	17.387
Si	-32.6	-2.765	17.35
Si	-31.217	1.364	18.589
Si	53.169	4.113	18.899
Si	-31.261	6.748	18.775
Si	53.205	-6.724	18.81
Si	-31.237	-4.131	18.686
Si	53.275	-1.29	18.81
Si	55.947	1.438	18.844
Si	58.66	4.077	18.757
Si	55.873	6.766	18.803
Si	58.63	-6.812	18.847
Si	55.923	-4.066	18.81
Si	58.55	-1.36	18.589
Si	-36.567	1.326	18.683
Si	-33.922	4.113	18.774
Si	-36.655	6.864	18.846
Si	-33.925	-6.942	18.744
Si	-36.501	-4.046	18.731
Si	-33.928	-1.379	18.727
Si	-32.531	0.029	19.949
Si	-29.963	2.71	20.03
Si	-32.606	5.483	20.239
Si	-29.841	8.082	20.059
Si	-32.472	-5.644	20.003
Si	-29.942	-2.751	20.085
Si	54.578	0.119	20.223
Si	57.435	2.717	20.2
Si	54.558	5.441	20.271
Si	57.234	8.117	20.167
Si	54.634	-5.428	20.208
Si	57.226	-2.589	20.073
Si	60.007	-0.129	19.891
Si	-35.268	2.685	20.082
Si	59.912	5.472	20.171
Si	-35.305	-8.12	20.287
Si	60.07	-5.39	20.077
Si	-35.125	-2.741	20.219
Si	-31.099	-1.116	21.378
Si	-28.956	1.157	21.436
Si	-31.408	3.883	21.47
Si	53.379	7.122	21.469
Si	-30.9	-6.696	21.459
Si	-28.733	-4.416	21.204
Si	56.208	-0.976	21.507
Si	58.668	1.026	21.376
Si	56.224	4.26	21.485
Si	58.325	6.575	21.554
Si	55.692	-7.093	21.534
Si	58.845	-3.779	21.204
Si	61.05	-1.633	21.36
Si	-33.57	1.613	21.291
Si	61.464	4.226	21.381
Si	-34.271	6.53	21.6
Si	61.664	-6.326	21.554
Si	-33.807	-4.377	21.363
Si	-31.498	-7.285	24.546
Si	-43.11	2.508	23.729
Si	-26.661	0.564	-4.559
Si	-31.796	-3.047	23.486
Si	-39.249	2.724	-4.313
Si	-40.813	-0.463	-2.352
Si	-42.108	-0.392	24.377
Si	-39.416	-0.013	25.677
Si	-42.448	-4.721	25.638
Si	-38.443	6.968	24.398
Si	-40.458	-5.456	23.503
Si	-31.406	-2.142	-2.922
Si	-29.295	-1.118	-4.779
Si	-36.998	4.284	24.293
Si	-34.033	3.866	25.28
Si	-33.573	6.688	24.668
Si	-34.446	1.089	24.117
Si	-27.874	4.842	-6.845
Si	-37.265	0.352	23.599
Si	-29.652	5.304	23.716
Si	-31.786	-7.203	-3.344
Si	-35.411	-1.469	-5.838
Si	-30.378	0.513	-6.941
Si	-44.935	-4.007	24.311
Si	-43.736	-2.128	26.186
Si	-32.11	-4.445	-4.724
Si	-29.557	-3.761	-5.979
Si	-34.659	-4.191	-6.487
Si	-38.926	-0.382	-4.436
Si	-34.262	2.4	-2.853
Si	-22.225	0.173	-6.895
Si	-36.776	3.621	-2.926
Si	-37.653	-6.515	24.42
Si	-27.631	7.719	-5.613
Si	-34.572	-7.711	-4.39
Si	-36.85	6.578	-4.065
Si	-33.664	-0.139	-3.908
Si	-26.544	3.476	-3.215
Si	-33.173	5.361	-2.358
Si	-29.361	2.808	-2.648
Si	-30.143	3.186	-5.586
Si	-28.343	-5.144	-3.386
Si	-32.738	-4.58	25.733
Si	-29.101	8.207	-3.014
Si	-38.403	-7.17	-6.825
Si	-41.986	-4.966	-4.586
Si	-40.583	-1.806	-6.385
Si	-39.227	7.821	-2.81
Si	-32.335	5.489	-5.35
Si	-39.383	6.774	-5.503
Si	-36.317	-1.2	-3.221
Si	-36.689	-5.851	-4.928
Si	-39.253	-5.319	-3.183
Si	-33.217	7.848	-6.921
Si	-31.63	-1.242	-0.051
Si	-28.267	0.999	-0.424
Si	-31.209	4.192	-0.424
Si	-28.265	6.628	-0.345
Si	-31.881	-6.313	-0.328
Si	-28.157	-4.464	-0.544
Si	-25.919	-1.147	-0.349
Si	-22.423	0.793	-0.204
Si	-26.103	4.296	-0.4
Si	-22.741	6.485	-0.282
Si	-25.871	9.593	-0.299
Si	-22.39	-4.645	-0.355
Si	-20.237	-1.454	0.139
Si	-17.407	1.073	-0.12
Si	-20.464	4.319	-0.239
Si	-18.113	7.276	-0.289
Si	-20.232	9.477	0.186
Si	-18.035	-3.646	-0.212
Si	-29.865	-0.081	0.966
Si	-27.189	2.661	0.915
Si	-29.827	5.434	0.979
Si	-27.117	8.12	1.026
Si	-29.948	-5.427	0.802
Si	-27.109	-2.808	0.843
Si	-24.297	-0.084	0.98
Si	-21.535	2.604	1.034
Si	-24.406	5.331	0.92
Si	-21.702	8.016	1.211
Si	-24.238	-5.546	0.912
Si	-21.67	-2.932	1.152
Si	-18.869	-0.033	1.326
Si	-16.222	2.668	1.122
Si	-18.985	5.534	1.087
Si	-16.28	8.151	1.004
Si	-18.869	10.982	1.259
Si	-16.294	-2.698	1.107
Si	-31.2	1.346	2.346
Si	-28.531	4.001	2.341
Si	-31.331	6.797	2.218
Si	-28.61	9.488	2.248
Si	-31.147	-4.143	2.43
Si	-28.491	-1.481	2.284
Si	-25.717	1.34	2.275
Si	-23.047	3.949	2.314
Si	-25.745	6.718	2.336
Si	-23.083	9.421	2.452
Si	-25.698	-4.146	2.228
Si	-23.081	-1.508	2.404
Si	-20.257	1.37	2.546
Si	-17.599	4.1	2.399
Si	-20.319	6.735	2.569
Si	-17.486	9.548	2.484
Si	-20.317	-4.14	2.618
Si	-17.537	-1.415	2.623
Si	-16.168	-0.013	3.887
Si	-29.873	2.672	3.74
Si	-16.26	5.403	3.828
Si	-29.944	8.116	3.638
Si	-16.165	10.869	3.862
Si	-29.82	-2.765	3.754
Si	-27.117	-0.066	3.612
Si	-24.418	2.66	3.72
Si	-27.142	5.365	3.675
Si	-24.459	8.073	3.768
Si	-27.155	-5.49	3.588
Si	-24.459	-2.82	3.747
Si	-21.696	-0.081	3.745
Si	-18.916	2.747	3.842
Si	-21.73	5.323	3.776
Si	-18.923	8.164	3.812
Si	-21.718	-5.55	3.841
Si	-18.958	-2.754	3.923
Si	-15.002	-1.398	16.059
Si	-28.504	1.314	15.972
Si	-15.057	3.955	16.032
Si	-28.573	6.722	15.96
Si	-15.012	9.512	16.064
Si	-28.553	-4.117	15.935
Si	-25.846	-1.368	16.001
Si	-23.121	1.326	15.989
Si	-25.854	4.019	15.966
Si	-23.124	6.722	15.985
Si	-25.859	-6.892	15.946
Si	-23.12	-4.122	15.953
Si	-20.4	-1.359	16.036
Si	-17.721	1.326	16.073
Si	-20.456	4.019	15.993
Si	-17.74	6.73	15.91
Si	-20.48	9.468	15.928
Si	-17.698	12.24	16.001
Si	-29.862	-0.045	17.306
Si	-27.176	2.673	17.37
Si	-29.925	5.399	17.368
Si	-27.196	8.035	17.31
Si	-29.894	-5.475	17.295
Si	-27.237	-2.744	17.312
Si	-24.527	0.052	17.364
Si	-21.75	2.631	17.395
Si	-24.5	5.356	17.326
Si	-21.781	8.103	17.337
Si	-24.502	-5.502	17.252
Si	-21.754	-2.767	17.321
Si	-19.082	0.019	17.47
Si	-16.413	2.682	17.482
Si	-19.075	5.394	17.284
Si	-16.462	8.123	17.264
Si	-19.102	10.834	17.222
Si	-16.405	-2.677	17.402
Si	-15.034	1.252	18.776
Si	-28.572	4.019	18.693
Si	-15.13	6.674	18.486
Si	-28.562	-6.895	18.603
Si	-15.016	-4.02	18.696
Si	-28.556	-1.388	18.733
Si	-25.845	1.404	18.852
Si	-23.166	3.966	18.671
Si	-25.878	6.651	18.714
Si	-23.213	9.448	18.636
Si	-25.869	-4.151	18.582
Si	-23.116	-1.341	18.587
Si	-20.358	1.42	18.908
Si	-17.849	4.089	18.787
Si	-20.315	6.793	18.66
Si	-17.858	9.461	18.613
Si	-20.342	12.184	18.637
Si	-17.737	-1.324	18.848
Si	-16.416	0.082	20.246
Si	-13.647	2.498	20.169
Si	-16.459	5.511	19.985
Si	-13.762	7.872	19.863
Si	-16.408	-5.482	19.765
Si	-13.869	-2.866	20.407
Si	-27.278	0.014	20.158
Si	-24.395	2.747	20.273
Si	-27.223	5.257	20.124
Si	-24.575	8.085	20.034
Si	-27.189	-5.551	19.915
Si	-24.551	-2.705	19.823
Si	-21.745	-0.075	20.05
Si	-19.088	2.878	20.421
Si	-21.722	5.358	19.805
Si	-19.086	8.172	20.168
Si	-21.775	10.821	19.87
Si	-19.023	-2.815	20.12
Si	-14.997	-1.121	21.681
Si	-12.661	1.02	21.824
Si	-15.124	3.99	21.11
Si	-28.281	6.939	21.365
Si	-15.139	9.341	20.935
Si	-12.964	-4.795	21.507
Si	-25.644	-1.245	21.272
Si	-23.334	0.932	21.41
Si	-25.913	3.972	21.656
Si	-22.907	6.84	21.064
Si	-26.153	9.238	21.357
Si	-22.972	12.439	20.989
Si	-20.723	-1.744	21.338
Si	-17.292	1.845	21.626
Si	-20.69	4.288	21.603
Si	-17.315	7.213	21.423
Si	-20.848	9.253	21.337
Si	-17.601	-4.294	21.327
Si	-8.616	-4.003	-6.611
Si	-27.251	1.888	23.65
Si	-9.722	-1.543	-2.961
Si	-23.126	-8.084	24.397
Si	-24.562	7.643	-5.512
Si	-22.026	1.514	-3.002
Si	-26.62	-1.225	24.055
Si	-15.283	3.869	-6.554
Si	-22.62	2.978	-5.441
Si	-17.43	-1.396	-6.349
Si	-24.393	-5.525	23.298
Si	-14.798	-2.196	-3.119
Si	-14.389	-0.64	-5.624
Si	-19.99	1.377	25.83
Si	-17.097	4.27	25.917
Si	-20.81	6.104	24.101
Si	-16.662	-2.62	23.793
Si	-19.517	-5.391	23.278
Si	-19.757	-2.377	24.012
Si	-10.713	-7.522	24.369
Si	-8.988	6.313	-4.292
Si	-19.924	3.686	-6.524
Si	-17.907	6.746	24.482
Si	-28.628	-3.528	23.967
Si	-21.934	2.215	23.68
Si	-15.132	-7.951	-3.071
Si	-17.42	1.633	24.645
Si	-17.454	-3.915	-3.171
Si	-25.077	-1.745	-3.302
Si	-19.136	2.524	-2.376
Si	-10.271	2.181	-6.575
Si	-17.658	4.019	-4.692
Si	-24.431	5.88	23.459
Si	-13.982	-7.246	-5.574
Si	-16.597	-6.38	-4.988
Si	-27.918	3.77	25.797
Si	-13.234	2.178	-5.324
Si	-8.057	3.588	-5.147
Si	-16.523	5.85	-2.386
Si	-12.842	2.776	-2.343
Si	-17.764	-6.65	25.586
Si	-12.118	-3.252	-2.814
Si	-12.324	-4.922	24.534
Si	-10.903	5.229	-2.257
Si	-21.626	-4.815	-5.971
Si	-29.902	7.198	26.087
Si	-25.681	-4.37	-4.418
Si	-23.972	-7.936	-2.462
Si	-24.822	-4.5	26.035
Si	-25.163	4.663	-5.713
Si	-22.407	-1.283	-4.471
Si	-19.695	-2.848	-4.807
Si	-22.919	-5.24	-3.166
Si	-22.895	4.274	25.476
Si	1.448	-1.26	5.619
Si	-12.14	1.328	5.248
Si	1.466	4.198	5.569
Si	-12.166	6.76	5.226
Si	1.461	9.602	5.572
Si	-12.156	12.213	5.239
Si	-9.43	-1.378	5.3
Si	-6.685	1.35	5.38
Si	-9.432	4.061	5.302
Si	-6.682	6.78	5.403
Si	-9.425	9.481	5.315
Si	-6.667	12.232	5.386
Si	-4.001	-1.328	5.459
Si	-1.266	1.435	5.536
Si	-3.984	4.114	5.48
Si	-1.21	6.872	5.501
Si	-3.959	-6.767	5.462
Si	-1.259	-4.029	5.517
Si	17.624	-1.19	5.817
Si	4.158	1.489	5.671
Si	17.613	4.198	5.849
Si	4.15	6.922	5.649
Si	17.63	9.684	5.862
Si	4.133	-3.974	5.654
Si	6.817	-1.211	5.752
Si	9.535	1.517	5.825
Si	6.835	4.24	5.706
Si	9.524	6.934	5.821
Si	6.839	-6.635	5.75
Si	9.541	-3.928	5.838
Si	12.22	-1.198	5.804
Si	14.966	1.475	5.82
Si	12.249	4.216	5.872
Si	14.952	6.934	5.906
Si	12.208	-6.639	5.879
Si	14.927	-3.892	5.896
Si	33.89	-1.269	5.576
Si	20.333	1.505	5.799
Si	33.892	4.115	5.555
Si	20.37	6.944	5.863
Si	33.881	9.575	5.625
Si	20.317	-3.913	5.799
Si	22.998	-1.224	5.778
Si	25.751	1.5	5.74
Si	23.035	4.211	5.756
Si	25.771	6.879	5.732
Si	23.046	-6.698	5.799
Si	25.774	-3.966	5.737
Si	28.452	-1.234	5.674
Si	31.197	1.448	5.577
Si	28.459	4.136	5.653
Si	31.18	6.854	5.628
Si	28.438	-6.726	5.711
Si	31.198	-3.971	5.694
Si	50.224	-1.437	5.303
Si	36.619	1.387	5.521
Si	50.217	4.007	5.365
Si	36.628	6.802	5.553
Si	50.216	9.474	5.304
Si	36.638	-4.024	5.587
Si	39.33	-1.32	5.49
Si	42.065	1.312	5.491
Si	39.33	4.064	5.524
Si	42.109	6.77	5.504
Si	39.331	9.532	5.559
Si	42.064	12.223	5.489
Si	44.786	-1.4	5.399
Si	47.509	1.293	5.369
Si	44.777	4.057	5.45
Si	47.482	6.746	5.43
Si	44.762	-6.81	5.403
Si	47.5	-4.145	5.336
Si	-31.236	-1.403	5.073
Si	52.949	1.243	5.327
Si	-31.265	4.047	5.054
Si	52.958	6.728	5.287
Si	-31.218	9.433	5.127
Si	53.004	-4.165	5.248
Si	-42.196	-1.485	5.181
Si	-39.478	1.233	5.159
Si	-42.24	4.013	5.281
Si	-39.495	6.694	5.241
Si	-42.245	9.455	5.244
Si	-39.519	12.157	5.227
Si	-36.778	-1.408	5.218
Si	-33.997	1.338	5.106
Si	-36.718	3.916	5.161
Si	-33.955	6.679	5.178
Si	-36.755	-6.878	5.214
Si	-33.962	-4.165	5.143
Si	-14.848	-1.409	5.225
Si	-28.489	1.277	5.031
Si	-14.878	4.051	5.189
Si	-28.549	6.743	4.995
Si	-14.863	9.473	5.224
Si	-28.461	-4.149	5.06
Si	-25.811	-1.414	5.058
Si	-23.075	1.285	5.087
Si	-25.796	4.021	5.066
Si	-23.082	6.719	5.113
Si	-25.851	9.468	5.043
Si	-23.095	12.167	5.13
Si	-20.355	-1.38	5.187
Si	-17.574	1.354	5.189
Si	-20.35	4.033	5.175
Si	-17.611	6.772	5.183
Si	-20.327	-6.865	5.186
Si	-17.583	-4.136	5.216
Si	2.779	0.107	7.004
Si	-10.802	2.687	6.636
Si	2.78	5.545	6.99
Si	-10.819	8.114	6.629
Si	2.769	-5.353	6.991
Si	-10.809	-2.751	6.627
Si	-8.087	-0.017	6.692
Si	-5.363	2.719	6.784
Si	-8.088	5.411	6.705
Si	-5.347	8.164	6.775
Si	-8.076	10.855	6.689
Si	-5.363	-2.712	6.789
Si	-2.645	0.032	6.844
Si	0.08	2.81	6.905
Si	-2.614	5.488	6.829
Si	0.092	8.228	6.92
Si	-2.632	-5.403	6.855
Si	0.066	-2.661	6.922
Si	18.986	0.153	7.182
Si	5.486	2.849	7.061
Si	18.994	5.562	7.189
Si	5.474	-8.042	7.064
Si	18.994	-5.277	7.197
Si	5.457	-2.612	7.07
Si	8.162	0.133	7.147
Si	10.88	2.854	7.212
Si	8.157	5.563	7.145
Si	10.852	-8.02	7.211
Si	8.168	-5.303	7.165
Si	10.881	-2.56	7.194
Si	13.584	0.137	7.188
Si	16.27	2.849	7.221
Si	13.582	5.577	7.247
Si	16.293	8.316	7.238
Si	13.573	-5.284	7.232
Si	16.288	-2.535	7.227
Si	35.28	0.057	6.925
Si	21.7	2.854	7.148
Si	35.272	5.458	6.92
Si	21.719	-8.026	7.208
Si	35.285	-5.394	6.944
Si	21.674	-2.575	7.168
Si	24.402	0.122	7.1
Si	27.125	2.833	7.083
Si	24.41	5.55	7.114
Si	27.118	-8.081	7.094
Si	24.416	-5.317	7.115
Si	27.142	-2.61	7.072
Si	29.862	0.101	6.993
Si	32.559	2.778	6.956
Si	29.838	5.496	7.001
Si	32.544	8.209	6.988
Si	29.84	-5.362	7.027
Si	32.585	-2.622	7
Si	51.586	-0.086	6.684
Si	37.993	2.718	6.899
Si	51.607	5.386	6.674
Si	37.996	8.159	6.909
Si	51.626	-5.498	6.634
Si	38.023	-2.678	6.908
Si	40.71	-0.007	6.871
Si	43.436	2.694	6.818
Si	40.727	5.424	6.853
Si	43.46	8.155	6.827
Si	40.722	10.886	6.879
Si	43.454	-2.738	6.808
Si	46.16	-0.045	6.752
Si	48.881	2.646	6.73
Si	46.148	5.402	6.807
Si	48.887	8.128	6.716
Si	46.166	-5.477	6.746
Si	48.88	-2.782	6.686
Si	-29.868	-0.05	6.424
Si	-43.581	2.634	6.634
Si	-29.891	5.397	6.407
Si	-43.588	8.1	6.623
Si	-29.848	-5.498	6.435
Si	-43.556	-2.797	6.598
Si	-40.836	-0.104	6.543
Si	-38.095	2.588	6.526
Si	-40.856	5.37	6.616
Si	-38.108	8.072	6.563
Si	-40.863	10.805	6.595
Si	-38.131	-2.786	6.556
Si	-35.353	-0.034	6.493
Si	-32.628	2.7	6.448
Si	-35.353	5.319	6.5
Si	-32.597	8.083	6.489
Si	-35.351	-5.501	6.512
Si	-32.598	-2.766	6.454
Si	-13.508	-0.041	6.592
Si	-27.157	2.648	6.415
Si	-13.531	5.4	6.577
Si	-27.208	8.103	6.398
Si	-13.513	10.835	6.589
Si	-27.152	-2.773	6.442
Si	-24.449	-0.065	6.437
Si	-21.724	2.643	6.477
Si	-24.458	5.374	6.457
Si	-21.719	8.078	6.489
Si	-24.481	10.807	6.447
Si	-21.734	-2.776	6.49
Si	-18.977	-0.015	6.516
Si	-16.236	2.699	6.561
Si	-19	5.415	6.522
Si	-16.259	8.123	6.559
Si	-18.979	-5.491	6.543
Si	-16.241	-2.759	6.565
Si	1.388	1.452	8.33
Si	-12.192	4.041	7.966
Si	1.403	6.881	8.341
Si	-12.182	9.478	7.974
Si	1.387	-4.008	8.335
Si	-12.175	-1.396	7.976
Si	-9.464	1.339	8.029
Si	-6.756	4.066	8.11
Si	-9.473	6.771	8.027
Si	-6.745	9.513	8.099
Si	-9.466	-4.108	8.014
Si	-6.761	-1.363	8.102
Si	-4.027	1.379	8.183
Si	-1.305	4.141	8.253
Si	-4.012	6.819	8.174
Si	-1.306	-6.755	8.256
Si	-4.022	-4.054	8.185
Si	-1.32	-1.312	8.256
Si	17.638	1.499	8.572
Si	4.097	4.187	8.403
Si	17.649	6.931	8.566
Si	4.096	-6.697	8.409
Si	17.635	-3.927	8.567
Si	4.09	-1.256	8.415
Si	6.796	1.492	8.483
Si	9.499	4.213	8.541
Si	6.792	6.925	8.483
Si	9.493	-6.665	8.56
Si	6.789	-3.947	8.493
Si	9.497	-1.223	8.541
Si	12.226	1.488	8.569
Si	14.923	4.205	8.599
Si	12.208	6.943	8.582
Si	14.919	-6.656	8.591
Si	12.21	-3.927	8.582
Si	14.918	-1.203	8.589
Si	33.94	1.415	8.3
Si	20.352	4.2	8.537
Si	33.939	6.834	8.3
Si	20.352	-6.654	8.544
Si	33.951	-4.023	8.316
Si	20.332	-1.219	8.541
Si	23.064	1.479	8.487
Si	25.781	4.188	8.456
Si	23.081	6.906	8.515
Si	25.776	-6.701	8.454
Si	23.059	-3.957	8.484
Si	25.773	-1.258	8.435
Si	28.51	1.447	8.385
Si	31.22	4.138	8.339
Si	28.509	6.866	8.398
Si	31.212	-6.74	8.359
Si	28.509	-3.992	8.403
Si	31.224	-1.268	8.353
Si	50.267	1.298	8.064
Si	36.654	4.096	8.264
Si	50.273	6.763	8.047
Si	36.661	9.544	8.271
Si	50.284	-4.127	8.021
Si	36.659	-1.321	8.266
Si	39.379	1.367	8.243
Si	42.1	4.063	8.197
Si	39.394	6.8	8.229
Si	42.107	9.513	8.197
Si	39.389	-4.057	8.243
Si	42.104	-1.377	8.188
Si	44.831	1.33	8.139
Si	47.548	4.03	8.107
Si	44.827	6.79	8.171
Si	47.547	-6.828	8.095
Si	44.838	-4.103	8.135
Si	47.551	-1.406	8.078
Si	-31.248	1.316	7.776
Si	-44.922	4.021	7.999
Si	-31.232	6.73	7.824
Si	-44.931	9.466	7.995
Si	-31.23	-4.138	7.793
Si	-44.909	-1.433	7.984
Si	-42.172	1.277	7.935
Si	-39.442	3.987	7.892
Si	-42.196	6.753	7.968
Si	-39.459	9.453	7.917
Si	-42.198	-4.145	7.965
Si	-39.469	-1.428	7.926
Si	-36.709	1.284	7.894
Si	-33.977	4.007	7.864
Si	-36.709	6.705	7.863
Si	-33.978	-6.875	7.837
Si	-36.715	-4.134	7.87
Si	-33.973	-1.412	7.817
Si	-14.899	1.319	7.922
Si	-28.533	4.02	7.761
Si	-14.907	6.76	7.921
Si	-28.526	9.456	7.806
Si	-14.9	-4.128	7.926
Si	-28.53	-1.42	7.794
Si	-25.809	1.298	7.795
Si	-23.098	4.013	7.815
Si	-25.838	6.752	7.776
Si	-23.105	9.458	7.809
Si	-25.809	-4.133	7.814
Si	-23.102	-1.413	7.827
Si	-20.364	1.317	7.86
Si	-17.639	4.051	7.882
Si	-20.374	6.749	7.878
Si	-17.636	-6.85	7.909
Si	-20.368	-4.122	7.86
Si	-17.635	-1.394	7.881
Si	0.012	0.055	9.651
Si	-13.564	2.674	9.305
Si	0.022	5.494	9.661
Si	-13.568	8.115	9.304
Si	0.011	-5.391	9.662
Si	-13.56	-2.766	9.298
Si	-10.841	-0.035	9.355
Si	-8.135	2.691	9.431
Si	-10.85	5.396	9.355
Si	-8.132	8.132	9.416
Si	-10.841	-5.479	9.347
Si	-8.138	-2.747	9.412
Si	-5.419	-0.003	9.493
Si	-2.69	2.747	9.568
Si	-5.407	5.435	9.485
Si	-2.688	8.182	9.575
Si	-5.411	-5.442	9.491
Si	-2.699	-2.691	9.583
Si	16.277	0.152	9.946
Si	2.726	2.8	9.735
Si	16.285	5.582	9.94
Si	2.728	-8.08	9.744
Si	16.281	-5.291	9.934
Si	2.714	-2.642	9.738
Si	5.428	0.102	9.814
Si	8.134	2.838	9.881
Si	5.424	5.54	9.813
Si	8.128	-8.047	9.889
Si	5.423	-5.338	9.819
Si	8.133	-2.598	9.887
Si	10.847	0.13	9.92
Si	13.558	2.851	9.955
Si	10.842	5.571	9.926
Si	13.56	-8.018	9.951
Si	10.846	-5.301	9.931
Si	13.564	-2.573	9.948
Si	32.611	0.064	9.695
Si	18.999	2.859	9.924
Si	32.598	5.486	9.686
Si	19.002	-8.021	9.912
Si	32.605	-5.385	9.683
Si	18.994	-2.574	9.925
Si	21.715	0.132	9.876
Si	24.436	2.83	9.829
Si	21.717	5.559	9.881
Si	24.444	-8.048	9.848
Si	21.722	-5.302	9.881
Si	24.434	-2.608	9.826
Si	27.162	0.094	9.764
Si	29.882	2.795	9.732
Si	27.162	5.534	9.791
Si	29.877	-8.094	9.742
Si	27.162	-5.347	9.783
Si	29.893	-2.641	9.729
Si	48.919	-0.047	9.435
Si	35.318	2.751	9.654
Si	48.929	5.409	9.427
Si	35.32	8.187	9.643
Si	48.937	-5.463	9.421
Si	35.334	-2.682	9.656
Si	38.04	0.015	9.62
Si	40.762	2.719	9.583
Si	38.046	5.447	9.6
Si	40.765	8.159	9.572
Si	38.045	-5.422	9.61
Si	40.772	-2.717	9.585
Si	43.485	-0.014	9.524
Si	46.204	2.687	9.489
Si	43.478	5.43	9.536
Si	46.213	8.148	9.494
Si	43.492	-5.448	9.525
Si	46.212	-2.742	9.474
Si	-32.605	-0.043	9.157
Si	-46.267	2.678	9.38
Si	-32.607	5.385	9.188
Si	-46.268	8.122	9.385
Si	-32.606	-5.491	9.16
Si	-46.26	-2.77	9.373
Si	-43.533	-0.057	9.319
Si	-40.798	2.652	9.275
Si	-43.542	5.393	9.335
Si	-40.81	8.113	9.299
Si	-43.548	-5.493	9.337
Si	-40.815	-2.78	9.297
Si	-38.074	-0.065	9.254
Si	-35.34	2.658	9.227
Si	-38.075	5.365	9.235
Si	-35.341	8.089	9.198
Si	-38.07	-5.495	9.238
Si	-35.336	-2.762	9.196
Si	-16.284	-0.042	9.254
Si	-29.891	2.673	9.142
Si	-16.291	5.402	9.257
Si	-29.887	8.104	9.174
Si	-16.285	-5.481	9.266
Si	-29.889	-2.773	9.163
Si	-27.172	-0.059	9.154
Si	-24.461	2.657	9.169
Si	-27.188	5.383	9.138
Si	-24.481	8.104	9.155
Si	-27.177	-5.495	9.163
Si	-24.459	-2.774	9.182
Si	-21.738	-0.054	9.189
Si	-19.013	2.68	9.217
Si	-21.752	5.372	9.192
Si	-19.023	8.113	9.238
Si	-21.749	-5.495	9.184
Si	-19.013	-2.757	9.222
Si	1.33	-1.293	11.073
Si	-12.231	1.309	10.688
Si	1.344	4.143	11.076
Si	-12.231	6.753	10.686
Si	1.337	-6.735	11.075
Si	-12.224	-4.124	10.678
Si	-9.516	-1.395	10.745
Si	-6.804	1.341	10.829
Si	-9.526	4.038	10.756
Si	-6.8	6.78	10.817
Si	-9.517	9.487	10.746
Si	-6.803	-4.089	10.814
Si	-4.099	-1.348	10.907
Si	-1.376	1.397	10.988
Si	-4.086	4.086	10.897
Si	-1.37	6.836	10.994
Si	-4.085	9.529	10.897
Si	-1.377	-4.038	10.993
Si	17.634	-1.221	11.295
Si	4.045	1.449	11.154
Si	17.644	4.223	11.297
Si	4.049	-9.432	11.156
Si	17.641	-6.665	11.28
Si	4.042	-3.983	11.156
Si	6.759	-1.241	11.23
Si	9.471	1.484	11.271
Si	6.755	4.189	11.221
Si	9.474	-9.397	11.281
Si	6.754	-6.691	11.227
Si	9.471	-3.952	11.284
Si	12.19	-1.225	11.304
Si	14.918	1.502	11.32
Si	12.186	4.211	11.306
Si	14.919	6.938	11.309
Si	12.196	-6.661	11.311
Si	14.92	-3.94	11.302
Si	33.987	-1.321	11.025
Si	20.368	1.488	11.259
Si	33.975	4.114	11.023
Si	20.363	-9.395	11.249
Si	33.988	-6.758	11.012
Si	20.369	-3.945	11.256
Si	23.084	-1.251	11.205
Si	25.814	1.452	11.145
Si	23.09	4.189	11.209
Si	25.823	-9.422	11.17
Si	23.085	-6.685	11.21
Si	25.81	-3.988	11.153
Si	28.538	-1.283	11.092
Si	31.263	1.426	11.061
Si	28.538	4.156	11.112
Si	31.26	6.854	11.065
Si	28.535	-6.725	11.116
Si	31.265	-4.023	11.059
Si	50.319	-1.399	10.755
Si	36.699	1.381	10.99
Si	50.319	4.054	10.759
Si	36.709	6.82	10.97
Si	50.317	-6.825	10.761
Si	36.71	-4.057	10.989
Si	39.424	-1.353	10.954
Si	42.148	1.351	10.908
Si	39.423	4.091	10.952
Si	42.144	6.802	10.914
Si	39.428	9.53	10.943
Si	42.154	-4.086	10.908
Si	44.874	-1.374	10.856
Si	47.591	1.329	10.82
Si	44.865	4.063	10.863
Si	47.596	6.779	10.813
Si	44.867	9.513	10.87
Si	47.596	-4.097	10.808
Si	-31.25	-1.407	10.518
Si	-44.87	1.322	10.698
Si	-31.244	4.02	10.527
Si	-44.876	6.768	10.715
Si	-31.254	-6.852	10.523
Si	-44.879	-4.122	10.718
Si	-42.153	-1.407	10.666
Si	-39.416	1.309	10.623
Si	-42.138	4.035	10.649
Si	-39.42	6.743	10.609
Si	-42.153	9.48	10.673
Si	-39.416	-4.133	10.62
Si	-36.685	-1.414	10.586
Si	-33.958	1.297	10.552
Si	-36.693	4.029	10.586
Si	-33.969	6.744	10.55
Si	-36.692	9.459	10.567
Si	-33.965	-4.132	10.53
Si	-14.941	-1.406	10.628
Si	-28.533	1.309	10.504
Si	-14.953	4.034	10.629
Si	-28.532	6.738	10.523
Si	-14.948	9.474	10.638
Si	-28.534	-4.133	10.522
Si	-25.824	-1.413	10.532
Si	-23.104	1.304	10.537
Si	-25.832	4.025	10.506
Si	-23.129	6.743	10.519
Si	-25.829	9.466	10.527
Si	-23.106	-4.133	10.543
Si	-20.388	-1.403	10.566
Si	-17.67	1.314	10.584
Si	-20.395	4.023	10.56
Si	-17.674	6.752	10.599
Si	-20.396	9.482	10.568
Si	-17.661	-4.112	10.597
Si	2.665	0.064	12.477
Si	-10.9	2.654	12.083
Si	2.679	5.497	12.482
Si	-10.9	8.114	12.072
Si	2.659	-5.366	12.476
Si	-10.9	-2.762	12.066
Si	-8.186	-0.047	12.143
Si	-5.469	2.703	12.217
Si	-8.183	5.394	12.136
Si	-5.467	8.143	12.21
Si	-8.188	10.855	12.127
Si	-5.487	-2.728	12.223
Si	-2.769	0.013	12.301
Si	-0.037	2.75	12.39
Si	-2.758	5.442	12.3
Si	-0.037	8.194	12.395
Si	-2.769	-5.422	12.299
Si	-0.052	-2.677	12.399
Si	19.008	0.141	12.634
Si	5.385	2.805	12.555
Si	19.012	5.589	12.643
Si	5.381	-8.074	12.558
Si	19.013	-5.304	12.622
Si	5.377	-2.621	12.559
Si	8.102	0.117	12.626
Si	10.811	2.844	12.655
Si	8.098	5.544	12.613
Si	10.828	-8.035	12.661
Si	8.099	-5.335	12.62
Si	10.824	-2.589	12.663
Si	13.546	0.137	12.67
Si	16.28	2.873	12.669
Si	13.549	5.577	12.668
Si	16.283	8.308	12.662
Si	13.562	-5.296	12.67
Si	16.278	-2.582	12.662
Si	35.367	0.02	12.373
Si	21.744	2.847	12.598
Si	35.372	5.461	12.345
Si	21.729	-8.034	12.584
Si	35.374	-5.421	12.364
Si	21.744	-2.599	12.604
Si	24.468	0.105	12.531
Si	27.187	2.804	12.484
Si	24.463	5.551	12.541
Si	27.201	-8.076	12.509
Si	24.468	-5.338	12.544
Si	27.195	-2.63	12.476
Si	29.926	0.06	12.426
Si	32.634	2.767	12.414
Si	29.916	5.508	12.452
Si	32.646	8.214	12.39
Si	29.922	-5.37	12.445
Si	32.653	-2.688	12.401
Si	51.695	-0.017	12.079
Si	38.086	2.729	12.326
Si	51.696	5.424	12.094
Si	38.085	8.173	12.318
Si	51.701	-5.469	12.104
Si	38.088	-2.711	12.337
Si	40.812	-0.005	12.291
Si	43.52	2.716	12.249
Si	40.8	5.454	12.294
Si	43.517	8.166	12.256
Si	40.809	10.882	12.287
Si	43.535	-2.727	12.24
Si	46.245	-0.014	12.205
Si	48.976	2.706	12.141
Si	46.248	5.431	12.193
Si	48.97	8.151	12.144
Si	46.247	-5.439	12.198
Si	48.975	-2.739	12.15
Si	-29.89	-0.043	11.873
Si	-43.485	2.691	12.028
Si	-29.898	5.387	11.886
Si	-43.497	8.132	12.056
Si	-29.897	-5.492	11.877
Si	-43.494	-2.753	12.049
Si	-40.767	-0.042	11.996
Si	-38.048	2.685	11.959
Si	-40.773	5.41	11.996
Si	-38.042	8.108	11.944
Si	-40.765	10.842	12.003
Si	-38.038	-2.768	11.954
Si	-35.318	-0.043	11.929
Si	-32.596	2.666	11.899
Si	-35.324	5.397	11.926
Si	-32.612	8.116	11.893
Si	-35.32	-5.489	11.903
Si	-32.609	-2.763	11.883
Si	-13.601	-0.067	12.019
Si	-27.181	2.665	11.873
Si	-13.608	5.379	12.012
Si	-27.183	8.101	11.888
Si	-13.601	10.831	12.008
Si	-27.184	-2.772	11.89
Si	-24.464	-0.052	11.892
Si	-21.756	2.661	11.909
Si	-24.488	5.385	11.876
Si	-21.779	8.104	11.883
Si	-24.484	10.835	11.889
Si	-21.759	-2.765	11.908
Si	-19.04	-0.04	11.935
Si	-16.326	2.664	11.958
Si	-19.048	5.378	11.925
Si	-16.336	8.118	11.967
Si	-19.04	-5.47	11.933
Si	-16.314	-2.753	11.975
Si	1.278	1.404	13.817
Si	-12.299	3.995	13.404
Si	1.287	6.84	13.811
Si	-12.284	9.472	13.405
Si	1.275	-4.018	13.817
Si	-12.27	-1.422	13.421
Si	-9.582	1.281	13.477
Si	-6.871	4.03	13.547
Si	-9.574	6.745	13.454
Si	-6.861	9.506	13.518
Si	-9.576	-4.114	13.455
Si	-6.88	-1.392	13.565
Si	-4.162	1.35	13.635
Si	-1.435	4.092	13.713
Si	-4.157	6.782	13.623
Si	-1.436	9.555	13.7
Si	-4.165	-4.076	13.628
Si	-1.453	-1.33	13.721
Si	17.659	1.513	14.006
Si	4.006	4.148	13.901
Si	17.657	6.958	14.019
Si	3.987	-6.717	13.879
Si	17.655	-3.953	13.997
Si	3.994	-1.267	13.905
Si	6.714	1.465	13.976
Si	9.43	4.19	14.013
Si	6.717	-9.43	13.959
Si	9.45	-6.685	14.014
Si	6.712	-3.979	13.956
Si	9.453	-1.228	14.019
Si	12.17	1.492	14.025
Si	14.912	4.229	14.04
Si	12.186	6.929	14.041
Si	14.929	9.671	14.037
Si	12.194	-3.942	14.03
Si	14.91	-1.226	14.024
Si	34.011	1.379	13.734
Si	20.398	4.221	13.969
Si	34.036	6.839	13.7
Si	20.381	-6.673	13.96
Si	34.029	-4.065	13.739
Si	20.378	-1.236	13.966
Si	23.127	1.466	13.913
Si	25.843	4.175	13.858
Si	23.106	-9.403	13.908
Si	25.839	-6.721	13.872
Si	23.125	-3.984	13.93
Si	25.847	-1.273	13.85
Si	28.569	1.415	13.786
Si	31.29	4.136	13.784
Si	28.583	6.874	13.839
Si	31.308	9.575	13.77
Si	28.574	-3.994	13.807
Si	31.302	-1.318	13.754
Si	50.369	1.356	13.471
Si	36.745	4.097	13.692
Si	50.358	6.798	13.475
Si	36.756	-6.788	13.704
Si	50.36	-4.102	13.477
Si	36.743	-1.353	13.715
Si	39.466	1.357	13.658
Si	42.178	4.088	13.624
Si	39.463	6.824	13.669
Si	42.178	9.533	13.646
Si	39.471	-4.079	13.667
Si	42.196	-1.374	13.623
Si	44.901	1.354	13.584
Si	47.639	4.074	13.522
Si	44.906	6.797	13.572
Si	47.633	9.523	13.523
Si	44.902	-4.085	13.588
Si	47.638	-1.37	13.535
Si	-31.23	1.314	13.254
Si	53.103	4.07	13.404
Si	-31.255	6.756	13.244
Si	53.092	-6.819	13.443
Si	-31.252	-4.13	13.233
Si	53.081	-1.37	13.406
Si	-42.103	1.336	13.364
Si	-39.383	4.065	13.331
Si	-42.11	6.777	13.388
Si	-39.382	9.469	13.324
Si	-42.098	-4.105	13.382
Si	-39.378	-1.398	13.326
Si	-36.665	1.335	13.294
Si	-33.952	4.031	13.258
Si	-36.668	6.766	13.301
Si	-33.964	9.473	13.263
Si	-36.661	-4.131	13.285
Si	-33.949	-1.407	13.269
Si	-14.99	1.295	13.329
Si	-28.544	4.017	13.233
Si	-14.992	6.748	13.322
Si	-28.549	-6.855	13.238
Si	-14.959	12.206	13.338
Si	-28.542	-1.402	13.238
Si	-25.818	1.315	13.242
Si	-23.134	4.028	13.236
Si	-25.838	6.733	13.252
Si	-23.142	9.459	13.236
Si	-25.83	-4.123	13.263
Si	-23.12	-1.408	13.267
Si	-20.412	1.308	13.29
Si	-17.711	4.008	13.294
Si	-20.437	6.737	13.244
Si	-17.698	9.492	13.309
Si	-20.402	-4.102	13.28
Si	-17.684	-1.384	13.313
Si	-0.123	0.023	15.129
Si	-13.657	2.596	14.742
Si	-0.101	5.441	15.117
Si	-13.682	8.105	14.716
Si	-0.12	-5.411	15.119
Si	-13.63	-2.791	14.763
Si	-10.94	-0.094	14.836
Si	-8.243	2.619	14.859
Si	-10.952	5.348	14.763
Si	-8.243	8.125	14.821
Si	-10.951	10.844	14.78
Si	-8.287	-2.761	14.881
Si	-5.556	-0.027	14.957
Si	-2.815	2.697	15.025
Si	-5.556	5.4	14.938
Si	-2.82	8.161	14.992
Si	-5.573	-5.443	14.936
Si	-2.847	-2.713	15.031
Si	16.29	0.145	15.352
Si	2.62	2.76	15.219
Si	16.285	5.609	15.384
Si	2.62	8.212	15.204
Si	16.31	-5.29	15.398
Si	2.6	-2.646	15.223
Si	5.322	0.101	15.317
Si	8.053	2.826	15.377
Si	5.353	5.501	15.303
Si	8.06	-8.067	15.345
Si	5.306	-5.348	15.279
Si	8.06	-2.609	15.336
Si	10.815	0.136	15.407
Si	13.527	2.861	15.383
Si	10.794	5.552	15.377
Si	13.561	8.309	15.394
Si	10.824	-5.315	15.374
Si	13.548	-2.574	15.408
Si	32.687	-0.001	15.111
Si	19.044	2.878	15.346
Si	32.698	5.507	15.082
Si	19.026	8.334	15.37
Si	32.687	-5.412	15.126
Si	19.029	-2.6	15.341
Si	21.764	0.126	15.288
Si	24.508	2.825	15.246
Si	21.77	5.588	15.312
Si	24.476	-8.062	15.257
Si	21.773	-5.348	15.307
Si	24.525	-2.626	15.246
Si	27.236	0.072	15.178
Si	29.927	2.761	15.131
Si	27.218	5.523	15.203
Si	29.984	8.225	15.165
Si	27.23	-5.354	15.173
Si	29.953	-2.641	15.147
Si	49.017	0.016	14.858
Si	35.4	2.729	15.054
Si	49.014	5.449	14.856
Si	35.411	8.161	15.066
Si	49.02	-5.448	14.87
Si	35.407	-2.727	15.092
Si	38.142	-0.008	15.046
Si	40.83	2.728	14.994
Si	38.122	5.457	15.034
Si	40.817	8.194	15.031
Si	38.139	-5.438	15.053
Si	40.864	-2.739	15.006
Si	43.563	-0.01	14.966
Si	46.285	2.732	14.902
Si	43.56	5.451	14.961
Si	46.277	8.178	14.894
Si	43.553	-5.422	14.992
Si	46.288	-2.725	14.914
Si	-32.585	-0.036	14.617
Si	51.772	2.726	14.786
Si	-32.607	5.4	14.61
Si	51.734	8.157	14.821
Si	-32.596	-5.49	14.604
Si	51.742	-2.718	14.785
Si	54.463	-0.007	14.737
Si	-40.737	2.72	14.694
Si	54.453	5.436	14.769
Si	-40.722	8.138	14.724
Si	54.486	-5.454	14.772
Si	-40.707	-2.748	14.718
Si	-38.015	-0.018	14.658
Si	-35.304	2.703	14.647
Si	-38.01	5.422	14.687
Si	-35.307	8.129	14.655
Si	-38	-5.494	14.657
Si	-35.296	-2.77	14.634
Si	-16.351	-0.025	14.704
Si	-29.881	2.675	14.625
Si	-16.345	5.357	14.637
Si	-29.904	8.111	14.609
Si	-16.335	10.866	14.67
Si	-29.91	-2.761	14.588
Si	-27.178	-0.043	14.592
Si	-24.472	2.68	14.613
Si	-27.207	5.371	14.601
Si	-24.475	8.086	14.609
Si	-27.195	-5.499	14.598
Si	-24.49	-2.742	14.635
Si	-21.774	-0.051	14.642
Si	-19.067	2.66	14.668
Si	-21.787	5.372	14.608
Si	-19.102	8.107	14.593
Si	-21.797	-5.48	14.572
Si	-19.059	-2.725	14.655
O	1.909	-0.581	23.176
O	0.256	-2.555	23.135
O	7.076	4.478	23.262
O	3.787	-4.795	23.28
O	9.194	1.9	-0.916
O	-9.15	6.757	-5.83
O	-12.872	7.013	22.771
O	-10.356	-7.787	22.809
O	-0.37	8.147	22.244
O	5.137	-2.754	22.372
O	2.438	-5.475	25.406
O	-11.028	-5.93	24.523
O	-10.588	-2.586	23.024
O	-8.318	0.411	25.346
O	-7.498	1.424	23.088
O	-8.395	5.308	21.943
O	-7.091	7.226	22.917
O	3.521	5.703	26.051
O	-6.627	-4.665	23.759
O	-0.706	2.015	-5.577
O	-3.983	-1.408	23.253
O	-3.651	2.834	24.836
O	-2.717	1.199	22.944
O	-4.177	4.549	22.943
O	-4.265	0.428	25.022
O	0.727	4.379	23.684
O	-3.243	-5.68	22.094
O	-1.943	-3.894	23.212
O	-7.264	-0.209	-5.163
O	-12.19	1.608	23.279
O	-0.571	2.664	22.334
O	-6.412	-0.788	23.993
O	-7.901	-5.305	26.107
O	-12.125	0.778	25.883
O	-4.866	-0.083	-6.204
O	-4.496	5.392	-5.969
O	-10.409	5.99	-3.588
O	-2.293	6.542	23.041
O	-1.464	-7.14	-5.979
O	-9.375	-3.45	25.287
O	3.325	1.5	23.566
O	2.2	8.042	-3.062
O	-0.735	6.082	25.083
O	4.096	-3.153	-1.105
O	3.882	0.88	-4.278
O	-4.949	-1.964	25.74
O	-14.053	6.476	25.199
O	2.008	1.286	-2.558
O	-11.913	-3.515	25.209
O	-1.471	7.256	-1.273
O	-5.293	-7.308	22.589
O	0.498	-7.219	25.6
O	-13.34	8.082	-0.502
O	-2.702	7.842	25.281
O	-13.599	-3.244	-3.461
O	7.178	-4.082	25.246
O	4.305	8.123	25.813
O	-10.673	-1.19	25.215
O	-5.645	-2.297	-5.046
O	-9.003	-7.491	-1.318
O	1.802	1.46	-6.293
O	-7.056	-4.262	-1.451
O	-5.206	-0.188	-3.573
O	-2.076	3.013	-3.487
O	-0.967	-6.563	-1.995
O	-3.399	-7.287	-1.371
O	-16.271	0.019	-0.651
O	-1.022	3.616	25.711
O	-8.381	3.659	25.109
O	45.917	-5.507	-3.531
O	-17.523	8.177	25.071
O	-23.572	-2.132	-3.75
O	1.757	-1.953	-0.911
O	-13.639	2.68	25.223
O	6.595	0.887	-3.898
O	-3.242	3.873	-1.286
O	-16.094	4.787	-1.244
O	27.504	-6.456	-6.11
O	27.11	-5.911	23.844
O	5.336	-4.765	-3.877
O	-15.106	-6.076	-5.558
O	2.274	5.824	-4.308
O	7.338	-3.622	-2.81
O	3.995	2.172	-1.104
O	-10.682	-0.1	-0.341
O	-7.976	2.717	-0.563
O	-11.59	6.34	-1.329
O	47.772	5.362	24.939
O	37.601	0.233	-3.773
O	32.378	2.151	-4.506
O	27.65	2.743	25.208
O	-10.63	-5.538	-0.51
O	7.264	-1.425	-1.261
O	44.455	-7.371	25.927
O	-6.248	0.947	-1.426
O	-1.43	1.943	-1.18
O	-5.159	5.473	-0.472
O	-32.514	2.737	21.861
O	1.697	3.479	-1.094
O	29.101	-4.056	24.063
O	13.768	-6.041	25.409
O	-5.105	-5.503	-0.382
O	-4.359	-0.88	-1.218
O	-2.568	-2.582	-0.358
O	19.491	0.453	22.51
O	18.005	-1.371	23.64
O	21.535	2.556	22.459
O	22.569	-1.431	23.327
O	21.054	3.746	-2.98
O	-44.413	2.006	22.898
O	3.435	6.864	23.596
O	5.235	-7.918	22.496
O	19.151	-5.156	22.631
O	17.11	-6.655	23.458
O	21.037	-3.54	23.554
O	26.858	-3.12	-6.562
O	8.395	1.941	-5.568
O	6.381	-0.873	23.525
O	8.689	0.129	22.985
O	10.204	2.227	23.336
O	5.052	1.141	26.049
O	17.406	-1.79	-6.3
O	8.613	-6.268	25.289
O	10.733	-7.955	22.521
O	6.877	-5.977	23.313
O	10.421	-2.167	25.636
O	12.296	-1.36	23.817
O	13.334	2.47	-5.868
O	21.619	-2.792	-2.65
O	14.542	1.135	23.285
O	-15.804	-1.456	23.067
O	-41.752	-1.02	-5.535
O	12.351	3.689	23.547
O	13.679	5.677	22.573
O	16.642	-1.616	-3.764
O	24.697	-2.851	-5.061
O	8.804	-3.368	-0.67
O	14.333	-4.68	23.296
O	14.833	4.317	-5.46
O	15.754	-0.683	24.752
O	18.121	4.595	23.299
O	24.389	-2.592	0.188
O	11.574	-0.782	-3.32
O	16.318	2.916	22.468
O	18.778	2.977	25.162
O	13.096	-0.08	-5.773
O	12.204	-2.297	-6.662
O	14.205	-3.911	-0.932
O	3.961	-3.28	25.377
O	24.398	-6.516	23.236
O	24.031	3.333	-6.468
O	-21.302	-0.385	-0.599
O	10.084	4.618	24.308
O	41.328	6.862	-1.126
O	15.646	5.953	-2.974
O	25.366	-5.997	25.609
O	15.32	7.658	23.282
O	47.711	-5.229	-1.111
O	22.969	-0.687	-3.615
O	21.017	1.814	-1.107
O	9.012	-4.473	23.383
O	-17.563	-6.758	-6.231
O	14.604	2.398	-3.537
O	-32.41	-1.003	-3.443
O	30.77	-3.041	-3.433
O	15.854	6.655	-0.485
O	17.885	6.971	-2.179
O	-17.734	3.221	24.842
O	39.176	1.091	-5.661
O	34.835	-5.29	25.545
O	-28.428	-7.454	-6.431
O	23.606	-6.447	-5.203
O	36.358	-7.211	24.594
O	40.537	0.419	25.635
O	7.986	4.198	-0.961
O	37.502	2.808	-4.604
O	-15.919	1.356	25.183
O	-0.779	-4.032	-1.387
O	17.844	7.229	23.741
O	-30.226	-3.392	23.73
O	-39.804	-1.222	-3.353
O	-42.339	4.344	-5.848
O	9.856	-6.33	-2.174
O	23.922	-4.649	-3.48
O	46.813	-0.411	-4.477
O	-11.738	2.196	-5.91
O	9.334	7.698	-0.822
O	16.264	-5.324	-0.044
O	35.711	-7.457	-3.047
O	-10.167	5.54	24.905
O	-33.289	-7.795	-3.408
O	-26.851	-5.371	-3.964
O	17.218	4.608	-1.159
O	10.675	-2.711	22.429
O	21.922	7.986	-5.542
O	0.195	0.091	-0.277
O	11.23	2.747	25.772
O	17.975	-7.134	-0.777
O	16.746	-2.995	25.412
O	13.813	8.158	0.136
O	-42.214	-7.475	-1.773
O	33.133	-2.381	22.287
O	16.621	-3.901	-5.049
O	17.458	-1.517	-1.214
O	-25.692	3.612	-1.836
O	20.838	0.609	-3.826
O	32.416	7.861	22.292
O	12.679	4.297	-1.114
O	0.214	5.498	-0.319
O	22.913	1.09	-5.535
O	-22.898	-4.053	-6.67
O	18.265	3.672	-6.887
O	5.66	-5.165	-0.265
O	19.119	-2.208	-3.018
O	-16.217	-7.922	21.755
O	18.324	0.293	-2.991
O	5.572	0.21	-0.252
O	28.49	-4.215	-4.899
O	-47.328	2.3	-6.344
O	5.799	5.489	-0.28
O	48.751	7.715	25.691
O	-33.687	2.45	24.57
O	4.889	-7.086	-4.973
O	-32.509	7.851	24.969
O	7.45	-6.857	-1.204
O	-39.958	6.971	-3.99
O	10.895	0.175	-0.016
O	34.003	-6.81	23.507
O	14.562	1.956	-0.933
O	10.936	5.775	0.003
O	31.238	0.51	23.173
O	5.649	6.161	24.668
O	18.909	2.937	-0.124
O	0.863	1.322	24.727
O	10.769	-4.969	-0.091
O	-20.351	5.516	22.646
O	12.555	-1.549	-0.953
O	38.836	7.134	-5.443
O	-8.241	7.507	-3.501
O	38.926	3.407	22.898
O	37.318	-1.812	25.053
O	39.519	1.919	-3.144
O	24.517	7.455	-5.608
O	20.439	6.891	23.677
O	22.189	-7.97	22.541
O	38.018	-0.097	-0.358
O	37.571	-3.128	22.757
O	25.972	4.765	-5.566
O	24.574	0.063	22.439
O	26.808	1.356	23.039
O	28.451	4.092	23.144
O	23.15	4.275	23.57
O	40.537	5.47	-4.444
O	25.797	6.265	23.114
O	29.412	-6.511	23.075
O	27.479	8.137	22.293
O	25.993	7.722	25.252
O	27.242	-2.545	22.393
O	29.036	-6.054	25.72
O	-22.412	1.568	-6.143
O	41.629	3.507	-3.117
O	5.201	2.832	22.414
O	35.986	4.885	-5.351
O	-26.263	2.718	22.66
O	17.534	6.074	-5.735
O	3.543	3.994	-5.772
O	36.589	-4.949	-3.393
O	-42.238	3.478	22.791
O	34.369	0.765	-5.466
O	31.645	-4.144	23.481
O	36.785	3.954	24.356
O	29.725	4.229	25.422
O	-42.63	4.406	-1.413
O	27.38	5.449	25.111
O	32.765	2.617	22.424
O	30.794	-5.515	-2.545
O	32.5	-5.345	-0.094
O	10.986	1.54	-5.916
O	19.203	0.477	25.742
O	22.939	-2.997	25.388
O	-30.148	-7.667	25.386
O	-39.545	6.358	25.423
O	-14.119	3.148	-1.43
O	27.942	7.456	-5.127
O	-23.541	-7.807	-6.415
O	36.475	7.629	-0.919
O	27.429	7.652	-2.554
O	-47.155	6.814	-6.121
O	23.549	3.026	25.918
O	33.407	-2.82	-3.685
O	21.513	3.215	-5.532
O	33.559	5.529	-6.049
O	25.38	-4.141	23.41
O	-9.07	-1.721	-1.481
O	39.537	7.336	-2.941
O	-46.701	2.426	-3.711
O	-8.958	-2.413	-6.713
O	29.758	-7.992	-0.081
O	34.501	1.84	-3.053
O	41.509	-0.073	-5.359
O	-37.799	6.435	-5.38
O	4.205	-6.727	-2.474
O	-21.882	-5.086	-4.387
O	32.075	-4.918	-4.718
O	30.317	5.771	22.293
O	8.097	-0.913	25.421
O	-46.442	8.051	-0.25
O	22.917	3.676	-1.04
O	-7.176	-4.241	-5.956
O	-38.031	3.532	25.252
O	44.503	-6.125	-6.73
O	-13.266	2.089	-3.722
O	40.682	-2.735	-3.667
O	46.603	2.954	25.193
O	-48.685	-1.104	-3.664
O	41.634	-7.301	-2.468
O	-25.29	-7.422	-1.665
O	-26.023	-1.897	22.715
O	21.074	2.362	26.029
O	45.534	1.694	-3.358
O	-34.924	-0.445	-2.916
O	44.559	3.848	-6.396
O	24.893	7.117	-1.06
O	31.842	-2.372	-5.722
O	1.242	-5.626	-1.116
O	-33.617	-4.383	-5.272
O	-33.023	-5.148	-0.6
O	28.924	3.919	-1.208
O	25.48	-6.94	-2.165
O	31.292	4.288	-5.632
O	-36.532	-0.792	22.714
O	-28.85	1.469	-1.882
O	-16.283	-2.793	-3.397
O	8.921	6.241	-5.229
O	-17.119	-5.124	-4.165
O	14.416	-5.093	-3.231
O	27.821	-6.551	-0.999
O	32.943	-0.225	-3.436
O	15.433	-6.193	-5.373
O	-46.061	-0.53	-3.62
O	33.734	-1.757	-1.312
O	28.664	-4.137	-2.134
O	29.96	0.333	25.434
O	26.415	3.052	-3.602
O	-24.042	3.538	-5.915
O	-45.111	3.842	-2.109
O	40.968	0.207	22.209
O	14.579	6.418	26.192
O	8.453	8.042	-3.257
O	21.627	5.664	0.003
O	39.43	-1.574	-5.718
O	44.241	-7.358	-1.491
O	41.319	1.765	-1.209
O	22.592	-1.021	-0.94
O	-39.7	1.588	25.676
O	31.316	6.915	-5.579
O	-10.046	3.67	22.972
O	-24.834	-4.454	24.423
O	9.99	3.964	-6.185
O	23.171	-7.174	-0.959
O	-14.095	5.031	21.88
O	21.593	-5.239	-0.067
O	45.055	3.51	-1.425
O	23.518	7.956	-3.271
O	26.974	0.066	0.042
O	35.366	-1.038	-3.176
O	30.615	1.879	-1.172
O	26.993	5.555	-0.329
O	-6.897	7.219	-1.314
O	26.37	-4.135	-0.719
O	24.252	-2.392	-2.404
O	-28.075	6.245	-6.08
O	-19.204	-7.853	-0.632
O	-35.553	4.188	24.942
O	27.834	-1.949	-1.189
O	30.834	-3.452	-0.86
O	-45.992	0.083	21.984
O	-47.62	-1.762	22.824
O	2.736	7.954	-5.695
O	-39.419	1.145	-4.596
O	-43.239	3.186	-3.719
O	47.061	-2.493	-3.019
O	36.497	6.272	23.152
O	38.261	8.11	22.375
O	-45.95	-5.369	21.65
O	-47.604	-6.731	23.032
O	-44.963	-2.736	25.312
O	-46.428	-4.574	24.185
O	13.006	-6.918	-4.508
O	39.315	-1.356	23.325
O	-18.483	0.83	25.572
O	-37.169	-7.159	-5.778
O	-16.165	3.023	21.966
O	-35.694	2.609	-3.575
O	40.801	5.229	22.116
O	-48.658	3.856	-4.665
O	44.309	-4.08	-5.13
O	-43.975	0.353	-4.858
O	43.719	-2.692	22.204
O	12.445	-3.757	24.95
O	-47.88	-4.469	-1.842
O	-31.328	-7.284	22.926
O	48.264	-3.758	22.966
O	47.032	1.115	22.657
O	44.784	3.274	22.696
O	46.263	5.389	22.08
O	47.532	7.325	23.223
O	48.174	-0.75	24.011
O	41.773	-4.416	22.887
O	46.507	-5.371	22
O	-46.317	-0.067	-6.125
O	44.576	-4.9	25.128
O	-45.478	6.603	22.697
O	-46.519	-6.805	25.4
O	43.174	-5.422	-0.279
O	38.458	2.041	25.11
O	-48.826	2.727	22.079
O	-34.013	7.014	23.137
O	43.451	-0.958	-6.973
O	45.078	-6.926	23.363
O	-43.238	-0.806	25.435
O	43.253	0.152	-0.463
O	39.787	-4.272	-5.691
O	43.135	5.49	-3.96
O	-23.728	-4.647	22.168
O	13.279	6.922	-3.739
O	5.234	6.917	-6.098
O	46.954	-7.919	-3.757
O	-46.464	-6.443	-6.372
O	43.221	4.567	24.298
O	-40.677	3.386	-3.999
O	46.269	-3.126	-0.589
O	-47.729	-4.2	-5.72
O	-39.19	-1.147	-5.848
O	-39.183	-6.054	24.258
O	-24.377	6.069	-5.803
O	-28.484	-4.107	-2.121
O	-25.175	-1.666	-1.698
O	37.965	-6.957	-4.335
O	39.992	-6.889	-6.012
O	48.814	5.311	-0.503
O	-47.283	-0.379	24.989
O	40.168	-6.49	23.245
O	-14.119	0.937	-5.891
O	-22.704	-4.224	-1.909
O	-28.927	6.349	22.731
O	-46.18	5.742	24.988
O	-27.907	-2.148	24.489
O	2.666	-7.678	-0.515
O	2.475	-1.123	-6.748
O	-28.063	-0.199	-4.307
O	12.645	7.398	-6.195
O	-37.879	-5.175	-4.049
O	37.422	-2.454	-3.624
O	-13.115	-1.407	-6.319
O	-38.899	-5.633	-6.692
O	-42.583	8.037	-4.443
O	48.094	-2.588	-5.492
O	-33.605	4.773	-6.096
O	-38.67	3.449	-5.624
O	-26.977	-5.595	-0.708
O	-20.627	-6.487	22.868
O	44.617	-3.442	-2.621
O	40.945	5.5	25.008
O	-44.631	6.625	-5.634
O	47.035	-6.193	-5.776
O	47.17	7.143	-1.425
O	-39.859	0.552	-1.501
O	41.378	-3.844	-1.348
O	8.16	2.79	-3.134
O	44.118	-0.078	-4.615
O	-25.455	-4.207	-6.004
O	-40.472	0.045	21.842
O	-9.673	4.538	-1.452
O	-9.52	8.113	25.238
O	32.389	0.143	-0.252
O	5.503	-0.535	-5.719
O	45.482	6.311	-3.264
O	-24.473	7.425	23.938
O	-48.544	-2.744	25.08
O	13.971	-0.033	-2.593
O	-2.138	8.17	-3.628
O	12.321	2.011	-2.297
O	-46.735	-2.925	-3.541
O	-35.51	-6.451	-3.978
O	-28.885	-6.531	-2.776
O	19.689	4.924	-5.017
O	-20.564	1.711	24.352
O	-25.699	5.251	22.693
O	31.768	7.074	-1.001
O	36.569	-3.539	-1.242
O	-46.19	4.473	-5.31
O	-48.292	-6.979	-1.422
O	43.33	5.336	-0.444
O	7.171	1.458	24.593
O	-2.117	6.668	-5.691
O	-45.721	1.437	-1.413
O	7.737	-5.252	-4.898
O	39.686	3.822	-1.315
O	-20.072	-3.901	23.541
O	37.971	5.534	-0.273
O	8.729	-7.519	-5.759
O	36.289	-1.031	-5.642
O	39.573	-7.408	-0.932
O	-45.293	-4.123	-1.695
O	37.816	-5.587	-0.166
O	-41.625	-1.497	-1.402
O	-22.863	-1.02	-6.014
O	45.127	-1.136	-1.58
O	-26.056	-2.917	-3.814
O	41.737	-2.672	-6.105
O	-28.102	3.809	-2.877
O	-25.664	-6.327	22.712
O	-28.341	-4.788	24.956
O	-47.529	3.386	-1.37
O	42.463	6.832	23.185
O	-39.079	7.287	22.932
O	9.218	0.408	-3.641
O	-28.932	7.35	-1.653
O	11.965	-4.57	-2.387
O	-29.97	-0.047	21.865
O	19.179	2.474	-4.334
O	-28.667	1.947	22.85
O	-32.498	-3.192	24.927
O	-22.267	0.127	-3.742
O	-34.672	6.82	25.854
O	-15.07	-6.923	-1.805
O	-43.404	8.179	22.029
O	-29.809	-5.522	21.758
O	12.628	4.08	-3.807
O	-27.974	-3.859	22.53
O	41.253	-2.182	25.641
O	-43.87	-5.081	24.926
O	-30.435	-0.243	-5.514
O	-40.666	5.42	22.015
O	48.064	6.015	-3.673
O	48.499	-5.84	-3.559
O	-37.055	3.67	22.793
O	19.005	5.675	25.483
O	-14.104	-5.965	21.705
O	-41.431	-6.583	22.865
O	-39.947	-4.457	22.373
O	-36.943	-6.668	22.976
O	2.36	-3.394	-3.013
O	-25.921	4.51	-4.285
O	-35.408	7.228	-4.359
O	-34.097	0.79	22.579
O	-5.94	-4.617	-3.757
O	-35.292	5.283	21.809
O	26.429	-3.402	-3.162
O	-26.52	1.973	-3.799
O	35.869	-5.073	23.059
O	25.749	1.741	-1.415
O	-33.936	-0.178	24.977
O	-36.065	1.247	24.233
O	-35.057	-3.167	-0.633
O	-13.843	-7.779	-4.043
O	-42.993	-5.844	-3.676
O	-43.486	3.408	25.015
O	45.772	1.409	-5.961
O	-18.16	-2.19	24.253
O	-36.539	-0.607	-6.589
O	38.023	5.292	-3.745
O	-35.708	-8.025	-0.648
O	-34.911	-2.628	-6.81
O	-14.53	7.885	-6.528
O	-6.661	3.798	-5.942
O	-24.377	-4.996	-3.758
O	-37.118	1.949	-6.996
O	0.425	-4.946	-3.595
O	30.189	1.956	-5.89
O	-36.857	-1.785	-1.824
O	-29.94	-1.82	-3.493
O	-21.939	8.065	21.54
O	-1.719	0.923	25.278
O	-44.536	-7.96	-2.854
O	-32.703	-4	22.518
O	-37.736	-8.022	24.998
O	35.246	-0.277	22.25
O	30.195	3.147	-3.452
O	-27.961	7.747	-4.045
O	-26.075	8.03	-5.896
O	-33.34	1.445	-3.784
O	-34.312	6.362	-1.773
O	-22.881	-6.751	-2.586
O	-37.321	5.85	24.179
O	-8.595	-5.209	-3.349
O	-11.339	-1.814	-2.917
O	-21.523	4.964	24.982
O	-36.601	5.084	-3.544
O	-32.051	-5.831	24.973
O	-40.135	5.642	-6.361
O	28.268	1.665	-2.364
O	34.726	3.018	-0.671
O	-28.671	3.654	-6.088
O	-46.435	-5.47	-3.802
O	-30.296	6.114	24.945
O	-11.174	-4.376	-3.5
O	20.737	-1.604	25.315
O	-26.548	0.807	-6.145
O	-21.486	-6.229	-6.789
O	-5.815	4.459	25.038
O	-39.5	-6.909	-2.943
O	-47.295	-1.489	-1.446
O	-9.511	0.884	-5.973
O	-39.764	7.322	-1.371
O	-14.526	-7.575	24.026
O	44.659	6.728	-5.755
O	-41.508	-5.71	-5.944
O	-37.437	-0.23	-3.855
O	21.673	-6.004	-3.585
O	-30.005	2.516	-4.105
O	31.88	-7.554	-3.814
O	-30.727	2.075	-6.628
O	38.914	-4.098	-2.325
O	48.73	-0.027	-0.423
O	14.817	-2.061	-5.693
O	-16.992	5.18	-3.777
O	-41.974	1.705	-5.526
O	34.3	-7.078	-0.925
O	32.238	6.132	-3.33
O	-40.332	-3.414	-6.381
O	-38.094	-0.338	24.796
O	32.911	4.77	-1.097
O	-31.233	-2.158	-1.328
O	-32.602	5.812	-3.793
O	-27.135	5.522	-0.786
O	-33.614	3.838	-2.59
O	-36.417	3.682	-1.358
O	0.05	-4.698	24.707
O	-16.531	3.366	-5.658
O	-22.859	2.773	24.89
O	-31.489	-6.774	-1.822
O	-18.179	1.643	-1.428
O	-37.717	-6.01	-0.555
O	-25.46	-0.35	-4.004
O	43.625	8.097	-3.865
O	-43.716	-0.091	-0.563
O	-40.995	2.63	-0.503
O	6.682	-2.888	-5.255
O	-31.835	-1.604	22.759
O	-11.974	4.095	-2.655
O	-43.609	-5.653	-0.537
O	-8.019	2.196	-4.29
O	34.276	6.857	-1.955
O	19.206	-7.935	25.59
O	47.21	3.666	-2.988
O	26.142	0.615	25.465
O	-42.286	-1.274	23.016
O	10.366	3.856	-2.274
O	-34.445	1.709	-1.414
O	-38.232	5.358	-0.551
O	27.81	0.854	-5.804
O	4.256	7.059	-1.539
O	-30.458	3.444	-1.659
O	4.207	-2.847	-5.871
O	-39.171	-4.442	-1.821
O	-33.124	5.114	24.753
O	-12.329	-3.643	-1.272
O	-26.962	0.308	23.714
O	-13.811	-0.097	22.153
O	-43.941	-7.33	-6.47
O	10.816	7.882	-4.359
O	25.785	-0.759	-6.079
O	15.173	-7.68	-3.217
O	20.034	7.527	-0.808
O	46.05	0.427	25.008
O	-27.218	8.094	21.84
O	19.509	-7.36	-2.875
O	-28.562	4.366	24.436
O	-12.643	-4.454	23.038
O	-15.246	6.823	-2.61
O	-5.661	-2.917	22.133
O	-12.079	8.109	24.857
O	-24.538	-0.118	21.629
O	-18.601	-5.423	21.946
O	-21.636	5.358	-0.736
O	-19.648	3.834	-1.573
O	-23.257	5.848	22.334
O	-16.774	-3.765	22.643
O	-10.215	-7.419	-6.894
O	-23.058	-7.878	25.981
O	-21.94	-2.794	21.625
O	-18.686	-5.81	24.573
O	-4.539	-4.489	-5.979
O	-20.183	-1.346	22.831
O	-29.134	-4.651	-4.696
O	-17.642	1.225	23.098
O	-21.61	3.273	22.492
O	0.241	7.556	-4.764
O	-17.72	6.648	22.886
O	-34.329	-4.822	25.823
O	-9.327	-0.086	-3.542
O	-46.261	6.509	-3.603
O	-13.922	3.567	-5.752
O	-40.683	-0.751	25.045
O	35.991	3.959	-2.825
O	15.887	-2.63	22.925
O	-30.597	8.042	-3.643
O	5.834	3.608	25.407
O	-5.38	-5.475	26.18
O	-15.418	5.46	-6.776
O	39.229	-3.554	24.778
O	-37.636	7.5	-2.972
O	10.037	-1.487	-5.337
O	-2.184	4.111	-5.892
O	-21.204	-5.766	-0.596
O	28.891	-0.658	23.202
O	19.369	-5.723	-4.853
O	-23.285	-6.604	23.779
O	28.16	3.456	-5.569
O	-14.634	-1.774	-1.573
O	12.077	-5.935	23.435
O	-18.502	-1.817	-5.211
O	-20.255	-3.908	-5.949
O	-48.083	6.546	23.557
O	-40.589	-4.674	-3.828
O	1.676	-3.462	-5.561
O	-19.15	-2.478	-0.632
O	29.835	-6.399	-4.854
O	-44.427	-3.59	22.826
O	18.971	0.096	-5.515
O	42.703	-6.595	24.086
O	-34.156	-0.522	-5.406
O	-17.736	6.716	-1.771
O	-13.635	-5.49	25.254
O	-26.286	4.518	-6.869
O	-18.993	-3.551	-3.527
O	-16.938	5.678	25.181
O	-31.96	-3.587	-3.364
O	7.907	5.316	25.55
O	27.901	-1.555	-4.743
O	-16.462	-7.621	-3.952
O	-5.67	2.733	21.963
O	24.777	5.328	25.321
O	-17.958	0.035	-6.861
O	46.895	4.508	-5.47
O	-31.701	-5.972	-4.387
O	20.019	-2.359	-5.882
O	-6.781	-6.777	-2.504
O	-38.263	3.029	-3.084
O	39.757	-1.806	-1.309
O	-9.357	3.463	-6.137
O	13.817	0.721	25.782
O	-41.299	-4.579	24.536
O	-37.964	-2.757	21.843
O	-24.142	5.009	24.775
O	-42.252	1.196	24.108
O	-8.007	-6.637	22.398
O	-23.307	7.159	-1.649
O	-3.28	1.752	-5.448
O	-21.367	3.919	-5.827
O	-41.897	0.329	-3.259
O	30.79	-4.117	26.026
O	-20.432	1.671	-2.8
O	1.337	-6.456	23.236
O	-9.727	-4.654	-5.645
O	-20.642	-0.186	-6.901
O	-22.761	1.065	22.934
O	-32.653	-0.083	-0.602
O	38.083	7.426	25.749
O	35.447	7.407	-6.086
O	30.772	-1.915	24.449
O	-15.876	-3.088	25.123
O	41.221	-5	25.316
O	-44.942	6.319	-1.218
O	26.37	0.389	-3.673
O	-14.476	-0.906	-4.035
O	8.926	6.81	23.558
O	35.634	-6.391	-5.384
O	-9.127	-2.738	-3.881
O	-1.344	-2.533	25.291
O	-30.722	4.451	22.849
O	-32.077	5.37	-1.162
O	22.043	-4.165	-5.436
O	-11.999	1.679	-1.537
O	-22.626	2.754	-3.841
O	36.647	1.689	-1.515
O	29.818	7.053	-3.379
O	-20.645	-2.084	25.322
O	42.972	6.856	25.727
O	-27.065	-0.056	-0.791
O	-22.849	1.48	-1.617
O	-19.466	2.131	-6.529
O	-38.303	1.234	22.703
O	-31.065	4.508	-5.509
O	-35.992	-2.189	-4.479
O	-48.799	-5.35	24.933
O	42.395	2.292	22.999
O	-21.788	7.391	24.05
O	27.523	-6.218	-3.554
O	2.823	-0.045	25.644
O	-15.837	-1.166	-6.144
O	16.012	1.913	25.342
O	47.018	1.769	-1.226
O	15.327	7.231	-5.344
O	-10.995	3.015	25.216
O	-24.348	7.904	-3.943
O	40.707	3.027	25.978
O	-42.366	6.867	-6.786
O	42.023	3.894	-5.738
O	5	-5.744	25.54
O	-18.289	2.923	-3.686
O	19.968	-3.105	-0.606
O	-7.822	6.061	25.944
O	-45.074	-4.498	-5.757
O	13.511	-2.599	-3.093
O	25.32	2.971	24.174
O	43.332	-5.641	-3.3
O	-32.131	6.929	-6.101
O	22.911	1.895	-2.981
O	44.07	2.193	24.984
O	-27.165	2.469	25.169
O	10.066	6.679	25.952
O	1.461	-0.361	-4.544
O	10.207	0.441	25.817
O	-25.522	-1.13	25.233
O	16.226	0.257	0.063
O	19.704	-4.718	-2.521
O	-16.255	-6.037	25.55
O	-42.767	-3.618	-5.039
O	-31.172	-3.779	-5.865
O	-34.014	-7.505	-5.903
O	36.91	1.63	23.122
O	16.326	-8.013	25.613
O	34.533	4.474	23.074
O	35.062	5.782	25.263
O	-39.563	8.179	-6.279
O	1.217	4.707	26.257
O	46.951	-3.769	25.236
O	27.794	5.296	-3.701
O	-36.858	-5.442	25.341
O	-12.588	-6.686	-6.11
O	5.48	2.159	-5.854
O	29.387	-2.597	-6.682
O	-3.801	1.496	-2.189
O	12.2	-6.794	-1.064
O	16.695	4.413	25.605
O	-3.326	5.376	25.207
O	-28.866	-2.298	-5.812
O	17.655	-5.763	-6.745
O	-44.721	-1.972	-5.566
O	19.82	-7.342	-6.882
O	-19.45	6.492	24.859
O	-43.762	5.762	-3.305
O	-21.01	-2.055	-4.33
O	-46.873	4.367	22.835
O	3.172	3.596	-3.21
O	-36.055	-4.833	-6.011
O	9.363	-2.032	-2.837
O	45.716	-1.151	23.001
O	-8.811	-0.765	22.987
O	2.869	-5.519	-4.434
O	-8.178	4.909	-4.225
O	-18.835	4.543	-5.686
O	42.165	-5.424	-6.02
O	-6.757	-7.116	24.681
O	0.199	-0.693	26.226
O	-35.017	-5.319	21.964
O	43.091	1.627	-6.36
O	1.129	3.646	-4.956
O	37.522	-7.46	-6.876
O	3.358	-1.045	-2.705
O	-17.452	-4.298	-1.595

Results
total energy: -609931.060 eV
total energy less fixed offsets of O -438.25, Si -107.07 eV per atom: -11.860 eV

Forces (eV/angstrom) on atoms 2021 to 2704 of the 3024, counted in the order above; the others are left out for length: element, x, y, z
Si	0.007	0	0
Si	-0.012	0.01	0.002
Si	0.016	-0.004	-0.001
Si	-0.006	0.001	-0.001
Si	-0.006	0.004	0.001
Si	0.009	-0.003	-0.002
Si	0.01	-0.008	0.007
Si	0.006	-0.005	-0.003
Si	-0.006	0.017	0.006
Si	0.009	-0.01	0.002
Si	0.008	-0.004	0.008
Si	-0.007	0.009	0.005
Si	-0.007	0	-0.004
Si	-0.005	-0.001	0.01
Si	0.003	0.005	-0.009
Si	0.001	0.001	0.002
Si	-0.013	-0.001	-0.006
Si	-0.014	0.001	0.003
Si	0.011	-0.022	-0.009
Si	-0.003	-0.007	0.004
Si	0.015	-0.021	0.006
Si	-0.012	0.013	-0.003
Si	0.005	0.006	0
Si	0.003	0.011	0
Si	0.011	-0.008	0.007
Si	0.009	-0.006	0.001
Si	0.001	0.011	0.005
Si	-0.004	0.002	-0.002
Si	0.001	0.01	-0.001
Si	0.002	-0.013	0.016
Si	-0.005	0.01	0.01
Si	0.001	-0.007	0.009
Si	0.001	-0.006	-0.003
Si	-0.01	-0.002	0.011
Si	0.003	-0.012	-0.005
Si	0.005	0.001	0.009
Si	-0.01	-0.016	0.004
Si	-0.013	-0.008	0.014
Si	0.014	0.001	0.008
Si	0.002	-0.017	-0.001
Si	-0.003	-0.01	0.003
Si	0.009	0.013	-0.002
Si	0.013	-0.011	0.005
Si	0.008	-0.012	0.013
Si	0.007	-0.002	0.005
Si	0.002	-0.012	-0.005
Si	0.01	-0.009	0.009
Si	0.016	0.003	0.001
Si	0.005	-0.001	-0.001
Si	0.004	-0.005	-0.003
Si	-0.002	0.011	-0.001
Si	0.001	0	-0.004
Si	-0.008	-0.005	0.005
Si	0.01	-0.009	-0.004
Si	0.001	0.003	0.001
Si	0.005	0	0.001
Si	0.007	-0.001	-0.003
Si	-0.002	-0.006	0.006
Si	0.004	-0.007	0.003
Si	0.003	-0.012	-0.002
Si	0.003	-0.005	-0.004
Si	-0.004	-0.006	-0.006
Si	0	0.001	0.001
Si	-0.001	-0.003	-0.002
Si	-0.007	-0.007	-0.003
Si	0	-0.001	0.004
Si	0.002	0.001	-0.002
Si	0.005	0.006	0.001
Si	-0.005	-0.002	0.012
Si	-0.011	0.007	0.006
Si	0.017	0.007	0.003
Si	0.004	0.003	0.012
Si	-0.001	0	0.011
Si	0.001	0.005	0.006
Si	0.003	-0.002	0.007
Si	0.002	-0.006	0.007
Si	-0.002	0.008	0.005
Si	0.01	-0.006	0.007
Si	-0.006	-0.001	0.007
Si	0.007	0.012	0.011
Si	0.001	0.007	0.001
Si	-0.003	-0.009	0.005
Si	0.002	0.003	0.006
Si	-0.006	0.009	0.008
Si	0	-0.012	0.004
Si	0.006	-0.002	0.004
Si	0.001	0.006	0.007
Si	-0.008	0.008	0.004
Si	-0.003	0.001	0.007
Si	-0.003	-0.008	0.004
Si	-0.004	0.004	-0.002
Si	0.012	-0.004	0.01
Si	0.013	-0.004	0.005
Si	0.005	0.003	0.001
Si	0.003	0.009	-0.003
Si	-0.001	-0.004	0.008
Si	-0.002	0.005	0.008
Si	-0.008	0.001	0.003
Si	-0.009	0	0.006
Si	0.001	0.002	0.004
Si	0	0.011	0.001
Si	-0.005	0.003	-0.003
Si	0.001	-0.01	0.005
Si	-0.004	-0.007	0.001
Si	-0.001	-0.004	0.011
Si	0.003	0.017	0.002
Si	-0.011	-0.006	0
Si	-0.008	-0.001	0.01
Si	-0.003	0.003	0.005
Si	-0.005	0	-0.002
Si	-0.008	0	0.003
Si	-0.002	0	0.006
Si	-0.006	-0.006	0.005
Si	0.002	-0.005	0.006
Si	-0.002	0.016	0.008
Si	-0.004	0.007	0.006
Si	0	0.001	0.002
Si	0.001	0.008	0.003
Si	-0.011	0.006	0.014
Si	-0.001	0.006	0.01
Si	0.004	0.002	0.002
Si	-0.007	-0.014	0.004
Si	0.018	0.003	0.013
Si	0	-0.001	0.01
Si	0.016	0.01	0.012
Si	-0.011	0	0.006
Si	0.018	0.028	0.007
Si	-0.001	-0.002	0.001
Si	0.006	0.012	0.003
Si	0.018	0.01	0.006
Si	-0.001	-0.002	0.003
Si	0.012	-0.006	0.008
Si	-0.005	0	0.002
Si	0.007	0	0.003
Si	-0.001	-0.004	0.006
Si	0.004	0.009	0.014
Si	-0.007	0.004	-0.001
Si	-0.019	-0.009	-0.001
Si	-0.016	-0.014	-0.007
Si	0.002	0.001	0.009
O	0.347	0.062	0.085
O	-0.147	0.045	0.025
O	0.516	0.089	-0.067
O	-0.024	-0.456	0.071
O	-0.087	-0.399	-0.29
O	-0.108	-0.188	-0.087
O	0.305	0.338	0.204
O	-0.173	-0.369	-0.08
O	-0.109	-0.068	0.169
O	-0.161	-0.153	0.495
O	0.013	-0.093	0.551
O	0.671	0.359	-0.003
O	-0.11	-0.662	0.071
O	-0.095	0.128	-0.055
O	-0.314	0.485	0.311
O	0.171	-0.186	0.209
O	-0.099	-0.368	0.612
O	0.275	-0.131	0.09
O	0.102	0.198	0.121
O	-0.022	-0.281	0.252
O	0.475	0.098	0.133
O	-0.036	-0.015	0.238
O	-0.367	0.105	-0.002
O	0.557	0.668	0.102
O	-0.345	0.273	0.344
O	-0.023	-0.04	0.223
O	-0.012	0.022	0.598
O	-0.258	-0.006	0.423
O	-0.256	0.061	-0.538
O	0.326	0.139	0.162
O	-0.123	-0.023	0.099
O	-0.139	-0.124	-0.33
O	-0.167	-0.208	0.188
O	-0.16	-0.133	0.343
O	-0.264	-0.294	-0.257
O	-0.001	0.16	0.488
O	-0.357	0.43	-0.558
O	-0.113	-0.143	0.028
O	-0.021	0.347	0.167
O	0.32	0.125	-0.293
O	-0.137	0.115	0.429
O	-0.22	0.077	0.117
O	0.153	0.367	0.167
O	0.3	-0.293	-0.373
O	-0.17	0.145	0.071
O	-0.232	-0.048	-0.114
O	-0.49	-0.515	-0.194
O	-0.409	-0.089	0.084
O	-0.223	0.203	0.459
O	-0.216	-0.154	-0.433
O	0.105	-0.334	0.274
O	-0.204	-0.379	-0.23
O	0.181	-0.051	-0.221
O	-0.446	0.264	-0.583
O	-0.036	-0.519	-0.252
O	-0.321	0.498	-0.199
O	-0.638	0.036	0.117
O	0.351	0.285	-0.279
O	-0.064	0.075	-0.093
O	-0.069	-0.267	-0.102
O	0.449	-0.157	-0.142
O	-0.215	0.403	-0.165
O	0.051	0.02	-0.099
O	0.047	0.244	-0.12
O	0.015	0.034	-0.073
O	-0.36	-0.394	-0.547
O	0.431	-0.069	-0.33
O	-0.433	-0.265	-0.241
O	0.129	-0.477	-0.094
O	-0.071	-0.238	0.573
O	0.509	-0.075	0.134
O	0.155	-0.463	0.002
O	0.08	-0.074	-0.3
O	-0.009	0.421	-0.007
O	-0.335	-0.287	0.629
O	0.267	0.222	-0.385
O	-0.292	0.048	0.145
O	-0.592	0.083	-0.212
O	0.123	-0.216	0.002
O	-0.351	0.539	0.049
O	0.184	0.544	-0.205
O	-0.046	-0.032	0.109
O	-0.109	-0.462	0.341
O	0.518	0.128	-0.403
O	0.106	-0.13	-0.369
O	0.301	-0.012	-0.314
O	0.144	0.253	-0.222
O	-0.15	-0.182	-0.179
O	0.332	-0.011	0.134
O	0.304	0.218	-0.25
O	0.164	-0.22	0.414
O	0.096	0.021	-0.43
O	0.136	0.156	-0.567
O	0.342	0.002	0.145
O	-0.412	-0.099	-0.322
O	0.255	-0.148	-0.482
O	-0.225	0.113	-0.373
O	-0.005	0.053	0.23
O	-0.043	-0.191	-0.361
O	-0.124	0.506	-0.242
O	0.507	-0.341	-0.091
O	0.081	0.339	-0.153
O	-0.336	-0.339	-0.197
O	-0.002	0.086	-0.492
O	-0.018	0.041	0.265
O	0.367	0.125	0.509
O	0.25	-0.028	0.725
O	-0.184	0.106	0.139
O	-0.259	0.256	0.35
O	-0.25	0.218	0.379
O	-0.616	-0.173	0.128
O	-0.129	-0.055	0.223
O	-0.157	-0.093	0.404
O	-0.411	0.331	0.324
O	0.056	-0.144	0.381
O	0.174	-0.579	-0.487
O	-0.613	0.218	-0.141
O	-0.521	0.044	0.087
O	-0.186	-0.454	-0.324
O	0.373	0.19	-0.06
O	-0.021	0.002	-0.152
O	-0.325	-0.197	-0.383
O	0.489	-0.311	-0.176
O	0.143	-0.119	0.1
O	-0.074	-0.209	0.281
O	-0.3	-0.733	-0.083
O	0.265	0.391	0.113
O	-0.01	0.094	-0.349
O	0.145	-0.218	-0.357
O	-0.606	0.086	0.179
O	-0.217	0.446	0.27
O	-0.011	-0.308	-0.199
O	0.488	-0.244	0.357
O	0.236	0.182	0.452
O	-0.41	0.189	0.137
O	-0.313	0.103	-0.05
O	-0.111	0.265	0.167
O	0.24	-0.09	0.309
O	0.625	0.097	0.282
O	-0.293	-0.084	0.141
O	0.457	0.341	0.132
O	-0.261	0.175	-0.295
O	-0.094	0.486	-0.261
O	-0.393	0.034	0.572
O	0.142	-0.379	-0.297
O	-0.028	-0.043	0.708
O	-0.175	-0.793	0.012
O	-0.065	-0.142	0.028
O	-0.044	0.506	-0.495
O	0.033	-0.452	0.086
O	-0.046	0.078	0.081
O	-0.15	0.049	-0.29
O	-0.332	0.055	-0.013
O	-0.362	-0.044	-0.141
O	-0.07	-0.433	-0.206
O	-0.314	0.276	0.535
O	-0.285	0.276	0.416
O	-0.317	-0.463	-0.088
O	0.325	-0.485	-0.282
O	0.328	-0.611	-0.318
O	0.024	-0.053	0.388
O	-0.356	-0.039	0.275
O	0.767	-0.186	0.005
O	-0.105	0.118	0.24
O	-0.223	0.583	-0.014
O	0.111	0.203	0.111
O	-0.06	-0.121	-0.697
O	-0.431	0.225	-0.451
O	-0.061	0.094	-0.199
O	-0.397	0.687	-0.143
O	-0.158	0.403	0.405
O	0.526	0.241	0.005
O	0.16	-0.328	-0.279
O	0.416	0.241	-0.589
O	0.201	0.396	-0.114
O	-0.465	-0.117	-0.659
O	0.36	-0.618	-0.207
O	-0.094	0.261	-0.441
O	-0.005	-0.252	-0.405
O	0.001	-0.069	0.073
O	0.103	-0.384	0.281
O	-0.688	0.126	0.159
O	-0.179	0.182	-0.527
O	-0.08	-0.204	0.242
O	0.165	0.276	0.137
O	-0.125	0.024	-0.261
O	-0.223	-0.119	-0.267
O	0.077	-0.096	-0.435
O	-0.351	-0.21	-0.257
O	-0.568	0.168	-0.322
O	-0.078	-0.49	0.031
O	0.004	-0.388	-0.256
O	-0.074	-0.179	-0.511
O	-0.168	0.092	-0.011
O	-0.218	-0.302	0.27
O	0.094	0.063	-0.431
O	0.415	0.303	0.373
O	0.164	0.052	-0.115
O	0.027	-0.448	0.14
O	0.118	-0.101	-0.457
O	0.472	-0.242	-0.199
O	0.257	-0.216	0.516
O	0.137	-0.222	0.285
O	-0.102	-0.47	-0.177
O	0.364	-0.04	-0.209
O	-0.075	-0.285	0.35
O	-0.327	-0.175	0.438
O	0.723	0.113	-0.201
O	0.179	-0.055	-0.224
O	0.267	-0.58	-0.419
O	-0.069	0.647	0.048
O	0.094	-0.237	0.347
O	0.201	0.093	-0.432
O	0.173	-0.05	-0.591
O	0.316	-0.136	0.265
O	-0.169	0.401	0.43
O	0.197	0.113	-0.592
O	0.208	0.048	0.251
O	-0.351	0.083	-0.32
O	-0.384	-0.161	-0.315
O	0.25	0.371	0.045
O	0.502	0.002	-0.057
O	0.623	-0.146	-0.014
O	0.048	0.211	0.604
O	0.042	-0.284	-0.352
O	-0.879	-0.284	0.176
O	0.134	0.155	-0.024
O	-0.23	-0.16	0.397
O	0.368	0.478	-0.079
O	-0.253	0.124	-0.363
O	0.135	-0.043	0.289
O	0.244	0.349	-0.149
O	-0.016	-0.1	-0.245
O	-0.184	0.284	-0.263
O	0.224	-0.164	0.304
O	0.121	0.332	0.232
O	0.327	-0.557	-0.026
O	0.17	-0.481	-0.616
O	0.324	0.352	-0.46
O	-0.017	-0.121	0.092
O	-0.685	0.189	-0.097
O	0.198	0.093	0.018
O	0.345	-0.266	0.379
O	0.106	-0.2	0.425
O	0.172	-0.085	0.585
O	0.037	-0.289	-0.488
O	0.073	0.619	-0.019
O	-0.333	0.484	0.455
O	0.025	0.016	0.415
O	0.668	0.306	0.002
O	-0.679	-0.391	-0.147
O	0.038	0.471	0.335
O	-0.168	0.279	-0.272
O	-0.305	-0.334	0.055
O	0.393	-0.076	-0.166
O	0.289	-0.193	0.434
O	-0.031	0.327	-0.086
O	-0.188	0.096	0.364
O	-0.034	-0.276	0.223
O	-0.124	0.088	0.197
O	0.477	-0.342	-0.19
O	0.201	0.123	-0.016
O	-0.13	0.065	-0.213
O	-0.102	-0.326	0.099
O	0.153	0.05	0.568
O	-0.187	0.068	-0.168
O	-0.218	0.116	-0.136
O	0.021	0.125	0.24
O	-0.2	0.188	0.03
O	0.033	-0.372	0.356
O	0.082	0.045	0.395
O	0.418	0.348	-0.202
O	0.336	0.186	0.077
O	0.246	0.236	0.331
O	-0.132	0.067	0.235
O	0.204	-0.322	0.569
O	0.28	0.147	-0.378
O	0.147	0.016	0.346
O	-0.347	0.167	-0.654
O	0.407	-0.194	-0.185
O	0.336	0.292	-0.076
O	-0.501	-0.516	0.105
O	0.007	-0.422	-0.091
O	-0.104	-0.127	-0.185
O	0.081	0.281	0.386
O	0.445	0.303	-0.285
O	-0.271	-0.303	0.225
O	-0.599	0.291	0.278
O	0.584	-0.595	0.015
O	0.367	-0.394	-0.206
O	-0.148	0.294	-0.233
O	0.021	-0.172	0.341
O	-0.178	0.477	0.351
O	0.64	-0.4	-0.118
O	-0.513	0.265	-0.055
O	-0.167	-0.647	-0.066
O	0.18	0.278	0.615
O	-0.029	0.276	-0.54
O	0.138	-0.072	-0.003
O	0.206	0.138	0.361
O	0.226	-0.107	-0.412
O	0.474	0.284	0.271
O	0.424	-0.096	0.187
O	0.112	-0.097	-0.419
O	-0.334	-0.126	0.477
O	-0.511	-0.279	0.29
O	0.162	-0.139	-0.548
O	0.615	0.218	-0.097
O	0.091	-0.297	0.186
O	-0.052	0.144	-0.022
O	-0.162	-0.205	-0.227
O	-0.158	-0.147	0.219
O	0.314	0.158	-0.061
O	0.348	-0.046	-0.623
O	-0.022	0.409	-0.071
O	-0.268	0.234	-0.531
O	0.022	-0.305	-0.207
O	0.159	-0.722	0.068
O	0.159	-0.077	-0.773
O	-0.448	0.005	0.113
O	0.175	0.126	0.528
O	-0.044	-0.033	0.481
O	-0.116	-0.203	-0.236
O	0.11	0.461	-0.184
O	0.066	0.202	0.038
O	-0.254	0.005	0.349
O	0.109	-0.03	-0.391
O	-0.03	0.113	-0.232
O	0.032	0.648	0.139
O	-0.09	0.019	-0.125
O	0.446	-0.092	0.263
O	-0.227	-0.32	-0.108
O	0.005	0.051	-0.513
O	-0.531	-0.247	0.287
O	0.123	-0.231	-0.101
O	0.127	-0.065	-0.164
O	-0.441	0.433	-0.384
O	-0.492	0.043	0.112
O	-0.156	-0.477	-0.203
O	-0.041	0.559	0.435
O	0.152	-0.557	-0.119
O	-0.169	-0.044	-0.03
O	0.003	0.444	0.037
O	-0.469	0.09	-0.06
O	-0.267	-0.136	-0.39
O	0.035	0.395	0.115
O	0.138	0.098	0.375
O	-0.192	0.015	-0.577
O	-0.195	-0.392	0.152
O	-0.146	0.063	-0.419
O	-0.643	-0.027	-0.145
O	0.234	-0.699	-0.061
O	-0.12	-0.39	-0.153
O	-0.023	0.267	-0.068
O	-0.458	0.32	-0.217
O	-0.185	0.562	-0.156
O	-0.526	-0.425	-0.029
O	-0.569	0.364	-0.176
O	0.663	0	0.004
O	0.009	-0.174	-0.234
O	-0.103	-0.178	0.292
O	0.198	-0.006	-0.553
O	0.033	-0.114	-0.261
O	-0.439	-0.389	0.021
O	-0.024	0.131	-0.201
O	0.006	0.16	0.426
O	0.088	0.187	-0.423
O	0.097	0.05	-0.32
O	0.213	-0.223	-0.298
O	0.02	-0.589	-0.269
O	0.349	0.1	0.354
O	-0.226	-0.133	-0.057
O	-0.116	-0.239	-0.636
O	-0.035	-0.019	0.197
O	0.143	0.059	-0.506
O	-0.077	0.495	0.018
O	0.182	0.029	0.63
O	-0.272	-0.476	0.212
O	-0.14	0.244	-0.404
O	-0.106	0.049	-0.333
O	-0.376	-0.312	0.005
O	0.261	-0.521	-0.129
O	-0.21	0.045	0.157
O	0.204	-0.087	0.565
O	0.312	-0.211	0.124
O	-0.15	-0.343	0.288
O	-0.537	0.295	0.08
O	-0.164	0.177	-0.316
O	-0.623	0.51	-0.389
O	-0.144	-0.01	0.298
O	0.254	-0.609	0.202
O	0.203	-0.412	0.037
O	0.153	-0.011	0.31
O	-0.154	-0.299	-0.588
O	0.361	0.124	0.298
O	-0.078	0.014	0.019
O	0.217	0.481	-0.042
O	-0.133	0.489	0.086
O	-0.22	0.145	0.439
O	-0.153	0.044	0.456
O	-0.15	0.392	0.292
O	0.077	-0.506	0.221
O	0.03	0.074	-0.174
O	-0.104	0.148	0.177
O	0.092	-0.527	-0.022
O	0.068	0.076	0.477
O	-0.115	0.755	0.225
O	0.016	-0.125	-0.047
O	-0.426	0.34	0.013
O	-0.182	0.195	0.494
O	-0.391	-0.11	0.229
O	-0.307	0.32	-0.198
O	-0.182	0.061	0.138
O	0.019	-0.24	-0.214
O	0.05	0.389	-0.205
O	-0.42	-0.122	0.006
O	-0.128	-0.096	0.438
O	-0.099	0	0.123
O	0.38	0.15	-0.259
O	0.22	-0.393	0.264
O	-0.235	0.358	0.263
O	0.042	0.096	-0.37
O	-0.664	-0.088	0.011
O	-0.024	0.01	0.139
O	-0.096	-0.034	0.248
O	-0.276	-0.433	0.414
O	0.031	0.059	0.419
O	-0.035	-0.041	-0.265
O	-0.694	-0.141	-0.214
O	0.389	0.008	0.281
O	0.083	0.329	0.577
O	-0.108	0.327	0.397
O	-0.116	0.318	-0.044
O	0.253	-0.305	-0.143
O	0.063	-0.193	0.016
O	0.326	-0.025	-0.47
O	-0.309	0.461	-0.339
O	0.478	-0.082	0.171
O	0.519	0.208	0.354
O	0.442	-0.101	0.015
O	0.173	0.065	-0.228
O	0.315	0.219	-0.331
O	-0.033	-0.004	0.258
O	-0.414	0.108	-0.607
O	-0.284	0.488	-0.496
O	0.038	0.044	0.306
O	0.103	-0.325	0.078
O	-0.353	0.194	0.515
O	0.211	-0.499	0.162
O	-0.062	0.19	-0.507
O	-0.119	-0.126	0.179
O	0.717	-0.081	-0.086
O	0.233	0.516	-0.347
O	0.117	0.186	-0.09
O	0.182	-0.162	0.433
O	0.558	0.283	0.246
O	0.348	-0.133	0.004
O	-0.224	-0.158	-0.031
O	-0.485	-0.616	0.089
O	0.165	0.236	-0.117
O	0.202	-0.001	-0.318
O	-0.17	-0.086	0.45
O	-0.54	0.183	0.267
O	-0.599	0.375	-0.491
O	0.147	-0.351	-0.191
O	0.381	0.39	0.033
O	-0.085	0.253	0.054
O	0.526	0.012	-0.275
O	0.064	-0.155	-0.466
O	-0.261	0.128	-0.388
O	-0.284	-0.463	0.344
O	-0.403	-0.179	-0.216
O	-0.299	-0.197	0.226
O	0.137	0.075	-0.385
O	0.592	0.17	0.431
O	-0.184	-0.03	-0.588
O	0.319	0.006	-0.319
O	-0.213	-0.418	0.657
O	-0.63	0.199	0.222
O	0.078	-0.089	0.498
O	0.776	-0.283	-0.157
O	-0.537	-0.029	-0.117
O	-0.247	-0.642	-0.257
O	-0.041	0.081	-0.314
O	0.466	0.31	0.501
O	-0.469	-0.062	0.357
O	-0.098	0.572	0.361
O	0.618	0.047	-0.464
O	-0.667	0.231	-0.169
O	-0.149	0.13	-0.375
O	-0.605	0.454	-0.112
O	0.442	-0.241	0.02
O	0.059	-0.42	-0.393
O	-0.334	0.007	-0.571
O	-0.128	0.452	-0.147
O	-0.079	0.015	0.001
O	-0.178	-0.356	-0.284
O	0.258	-0.014	0.288
O	0.306	0.245	-0.027
O	-0.346	-0.059	-0.053
O	0.189	0.058	-0.355
O	-0.119	-0.165	-0.267
O	0.596	-0.212	-0.364
O	-0.417	0.271	-0.206
O	0.278	0.318	-0.281
O	-0.305	-0.194	-0.664
O	-0.128	-0.633	-0.097
O	-0.28	-0.454	-0.237
O	-0.31	0.597	-0.391
O	-0.494	-0.092	0.253
O	0.278	-0.052	0.166
O	-0.389	0.44	0.163
O	-0.269	0.091	0.417
O	-0.125	-0.505	-0.128
O	-0.11	-0.051	-0.371
O	0.262	0.445	0.21
O	0.324	0.434	0.265
O	0.019	0.018	0.372
O	-0.077	-0.075	-0.139
O	-0.272	0.166	-0.565
O	-0.093	-0.222	0.081
O	-0.745	0.408	-0.284
O	-0.463	0.395	0.279
O	-0.145	0.546	0.247
O	0.105	-0.061	0.174
O	-0.151	0.008	-0.01
O	-0.261	0.429	-0.265
O	0.131	-0.338	0.324
O	0.226	0.143	0.225
O	-0.174	0.416	-0.246
O	0.504	-0.068	-0.108
O	0.379	0.069	-0.411
O	-0.086	-0.509	-0.261
O	-0.598	0.181	0.183
O	0.178	0.119	0.474
O	0.344	0.248	-0.288
O	0.326	0.08	-0.399
O	-0.104	-0.33	0.117
O	0.245	-0.077	0.495
O	0.126	0.096	0.543
O	0.017	0.104	0.172
O	-0.025	0.098	0.159
O	-0.193	-0.332	-0.13
O	0.018	-0.071	-0.006
